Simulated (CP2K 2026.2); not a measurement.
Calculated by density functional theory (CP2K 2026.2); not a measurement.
Periodic cell of 2016 atoms, Si1440O576, from a study of silicon, its oxide and their interface. The atomic structure is a simulated model.
Doubt: the forces sum to 2.39 eV/angstrom along one axis rather than to zero, so they err by at least 0.0012 eV/angstrom per atom on average; the grid cutoff is modest.

Settings
functional: PBE
method: Gaussian and plane waves
basis set: DZVP-MOLOPT-SR-GTH
pseudopotentials: GTH-PBE
grid cutoff: 300 Ry, relative cutoff 40 Ry
k points: Gamma only
occupations: fixed
spin: none
net charge: 0

Cell vectors (angstrom)
a	65.28	0	0
b	0	16.32	0
c	5.3928	5.1798	33.2925

Atoms and the computed forces on them: element, x, y, z (angstrom), force x, y, z (eV/angstrom)
Si	1.619	-1.596	-0.162	-0.104	0.151	0.682
Si	4.398	1.133	-0.121	-0.207	0.16	0.678
Si	1.147	4.533	-0.138	0.059	-0.283	0.66
Si	4.254	6.462	-0.08	-0.093	0.308	0.665
Si	0.999	-6.359	-0.223	0.257	-0.302	0.71
Si	3.831	-3.835	-0.152	0.211	-0.077	0.714
Si	6.682	-1.05	-0.056	0.081	-0.257	0.717
Si	9.84	1.151	0.048	-0.064	0.131	0.73
Si	6.601	4.329	-0.07	0.212	-0.145	0.696
Si	9.322	7.11	-0.101	0.078	-0.157	0.746
Si	7.056	9.275	-0.159	-0.099	0.176	0.726
Si	-6.584	-4.361	-0.006	-0.195	0.191	0.721
Si	-4.32	-1.051	0.089	0.153	-0.285	0.744
Si	-1.754	1.707	-0.047	0.214	-0.075	0.758
Si	-3.885	4.014	-0.021	-0.269	0.053	0.686
Si	-1.257	6.596	-0.117	-0.064	0.242	0.694
Si	-4.291	-6.481	0.099	0.024	-0.18	0.726
Si	-1.156	-4.148	0.281	-0.146	-0.03	0.708
Si	2.763	0.004	1.152	0.017	-0.008	-0.072
Si	5.452	2.753	1.23	-0.003	-0.009	-0.046
Si	2.693	5.48	1.362	-0.002	-0.003	-0.044
Si	5.427	8.149	1.116	0.011	0.006	-0.058
Si	2.668	-5.382	1.173	-0.015	0.019	-0.061
Si	5.459	-2.684	1.142	-0.005	0.012	-0.042
Si	8.223	0.042	1.328	0.003	0.013	-0.037
Si	-5.504	2.778	1.23	0.019	-0.016	-0.07
Si	8.186	5.503	1.209	-0.002	0.019	-0.043
Si	-5.479	8.171	1.281	-0.01	0.014	-0.05
Si	8.182	10.916	1.138	0.008	-0.014	-0.048
Si	-5.451	-2.74	1.297	-0.007	-0.011	-0.037
Si	-2.751	0.11	1.361	0	-0.014	-0.053
Si	0.018	2.798	1.075	-0.014	0.014	-0.069
Si	-2.702	5.471	1.342	0.019	0.007	-0.045
Si	-0.036	8.238	1.084	0.007	-0.002	-0.037
Si	-2.775	-5.347	1.456	-0.006	-0.008	-0.023
Si	0.139	-2.623	1.396	0.019	0.037	-0.039
Si	1.365	1.399	2.468	-0.011	0.011	-0.006
Si	4.055	4.052	2.629	0.011	-0.014	0.01
Si	1.338	6.94	2.575	-0.035	0.023	0.007
Si	4.072	9.544	2.478	0.022	0.008	0.005
Si	1.436	-4.053	2.696	0.006	-0.021	0.037
Si	4.118	-1.335	2.567	-0.006	-0.011	0.027
Si	6.847	1.44	2.621	-0.016	0.006	0.024
Si	9.563	4.133	2.564	-0.018	-0.005	0.005
Si	6.783	6.829	2.573	0	0.007	0.029
Si	9.544	9.597	2.577	-0.017	-0.007	0.028
Si	6.806	12.259	2.509	0.014	0.011	0
Si	-6.826	-1.441	2.717	0.022	-0.002	0.022
Si	-4.147	1.446	2.683	0.006	0.016	0.033
Si	-1.299	4.093	2.61	0.005	-0.028	0.028
Si	-4.113	6.819	2.636	-0.007	0.028	0.003
Si	-1.368	-6.818	2.614	0.028	-0.008	0.005
Si	-4.114	-3.992	2.764	-0.018	0.018	0.027
Si	-1.335	-1.275	2.637	-0.027	-0.007	0.017
Si	0.036	0.086	3.943	0.024	0.002	0.007
Si	2.696	2.698	3.945	0.006	-0.015	0.02
Si	0.023	5.505	3.945	0.012	-0.01	-0.009
Si	2.739	8.235	3.932	-0.03	0.003	0.01
Si	0.007	-5.434	3.97	-0.007	0.022	-0.007
Si	2.802	-2.68	3.999	0.009	0.006	0.001
Si	5.471	0.036	3.939	-0.005	-0.017	-0.012
Si	8.206	2.791	3.969	-0.004	-0.001	0.004
Si	5.441	5.453	3.944	0.002	0.01	-0.008
Si	8.171	8.202	3.923	-0.009	0.015	-0.022
Si	5.447	10.896	3.875	-0.011	-0.001	0
Si	8.151	-2.737	3.956	0	0.001	-0.001
Si	-5.47	0.004	4.015	0.002	0.021	-0.015
Si	-2.706	2.768	3.991	0.01	-0.016	-0.013
Si	-5.482	5.447	3.975	0.007	-0.019	0.013
Si	-2.729	8.161	3.992	0.005	0.008	-0.002
Si	-5.483	-5.427	4.04	-0.008	-0.005	-0.012
Si	-2.694	-2.637	4.025	-0.001	0.003	0.019
Si	1.346	-1.418	16.244	-0.011	0.007	-0.004
Si	4.091	1.348	16.231	-0.008	0.021	-0.015
Si	1.317	4.052	16.18	0.003	0.001	-0.009
Si	4.072	6.832	16.178	0.006	-0.005	-0.013
Si	1.383	-6.763	16.257	-0.02	0.015	0.012
Si	4.027	-4.113	16.352	0.008	-0.03	0.009
Si	6.779	-1.353	16.305	-0.007	0.002	-0.005
Si	-6.801	1.376	16.198	-0.01	0.01	0.004
Si	6.788	4.097	16.247	0.008	-0.005	0
Si	-6.837	6.78	16.159	0.001	-0.008	-0.012
Si	6.756	9.567	16.276	0.012	0.003	-0.004
Si	-6.773	-4.068	16.164	0	0.012	-0.019
Si	-4.045	-1.339	16.173	0.019	0.02	-0.012
Si	-1.37	1.307	16.187	-0.032	0.004	-0.01
Si	-4.121	4.079	16.125	-0.021	0.001	-0.022
Si	-1.374	6.834	16.179	-0.001	0.025	-0.022
Si	-4.067	9.579	16.201	0.007	0.012	-0.002
Si	-1.356	-4.06	16.195	-0.013	-0.001	0
Si	2.76	-0.08	17.549	0.007	-0.013	-0.027
Si	5.419	2.737	17.6	0.016	-0.007	0.035
Si	2.655	5.484	17.459	0.001	0.009	-0.026
Si	5.376	8.189	17.591	-0.014	0.014	-0.016
Si	2.657	-5.462	17.794	-0.006	0.018	0.032
Si	5.403	-2.72	17.672	0.011	0.009	-0.037
Si	8.173	-0.004	17.656	0.018	0.009	0.003
Si	-5.508	2.812	17.534	-0.002	0.041	-0.007
Si	8.154	5.455	17.615	-0.001	0.013	-0.016
Si	-5.497	8.187	17.435	-0.018	-0.015	-0.015
Si	8.101	10.926	17.668	-0.014	-0.012	0.003
Si	-5.397	-2.705	17.496	-0.037	-0.031	-0.032
Si	-2.705	-0.034	17.6	-0.007	-0.051	0.027
Si	-0.026	2.653	17.539	0.012	0.01	0.036
Si	-2.793	5.458	17.444	0.005	0.01	-0.017
Si	0.007	-8.147	17.547	-0.017	-0.043	-0.018
Si	-2.735	-5.34	17.587	-0.019	0.027	0.028
Si	-0.026	-2.768	17.635	0.011	-0.015	0.002
Si	1.344	1.193	18.849	-0.025	-0.015	0.007
Si	3.95	4.145	18.821	0.012	-0.007	-0.027
Si	1.335	6.77	18.902	-0.013	0.007	-0.024
Si	4.004	-6.955	19.11	-0.01	-0.036	0.004
Si	1.252	-4.043	19.173	0.015	0.011	-0.016
Si	4.06	-1.366	19.054	-0.017	-0.003	0.011
Si	6.836	1.411	18.968	-0.016	0.019	-0.016
Si	-6.813	4.137	19.045	0.031	-0.004	-0.019
Si	6.771	6.855	18.905	0.009	0.005	-0.017
Si	-6.847	9.548	18.774	0.012	-0.005	-0.011
Si	6.732	-4.047	19.077	0.017	-0.011	0.006
Si	9.502	-1.395	19.063	-0.041	0.024	0.005
Si	-4.15	1.412	18.77	0.003	0.027	-0.024
Si	-1.439	4.097	18.761	-0.032	0.001	-0.032
Si	-4.221	6.784	18.768	-0.04	-0.034	-0.026
Si	-1.336	-6.733	18.839	0.043	0.016	-0.019
Si	-4.099	-3.944	18.978	0.034	0.026	-0.023
Si	-1.409	-1.476	19.027	-0.019	0.001	-0.014
Si	0.053	-0.181	20.313	0.085	0.025	0.065
Si	2.597	2.696	20.091	0.016	0.025	0.058
Si	-0.061	5.386	20.142	0.039	0.028	0.073
Si	2.593	7.923	20.509	0.042	-0.007	0.057
Si	-0.175	-5.497	20.48	0.037	0.014	0.033
Si	2.697	-2.634	20.545	-0.055	-0.033	0.063
Si	5.461	0.039	20.324	0.014	-0.015	0.071
Si	8.198	2.789	20.369	0.012	-0.001	0.067
Si	5.324	5.519	20.141	-0.035	-0.028	0.088
Si	8.132	8.151	20.312	0.007	-0.013	0.046
Si	5.373	-5.499	20.381	-0.004	-0.005	0.01
Si	8.092	-2.678	20.501	-0.006	0.008	0.038
Si	-5.326	0.035	20.206	0.019	-0.048	0.058
Si	-2.847	2.786	20.084	-0.007	0.013	0.036
Si	-5.536	5.631	20.388	-0.027	0.022	0.081
Si	-2.809	-8.131	19.923	-0.026	0.029	0.036
Si	-5.516	-5.413	20.105	-0.036	0.017	0.044
Si	-2.808	-2.687	20.576	-0.006	0.016	0.026
Si	1.236	-1.448	22.074	0.076	0.096	-0.688
Si	4.296	1.758	21.369	-0.081	-0.148	-0.715
Si	0.856	3.605	21.372	0.012	0.077	-0.691
Si	4.073	6.529	21.879	-0.179	0.027	-0.667
Si	1.434	-6.711	21.736	-0.224	-0.317	-0.659
Si	3.714	-4.435	21.676	0.214	0.224	-0.669
Si	6.996	-1.002	21.803	-0.243	-0.262	-0.702
Si	-6.908	1.021	21.614	0.097	0.198	-0.721
Si	6.485	4.02	21.416	0.277	0.059	-0.68
Si	-6.459	7.453	21.757	-0.022	-0.229	-0.641
Si	7.06	-6.556	21.635	-0.275	-0.219	-0.755
Si	9.273	-4.295	21.751	0.232	0.288	-0.697
Si	-3.637	-0.686	21.714	-0.095	-0.312	-0.696
Si	-1.366	1.408	21.193	-0.007	-0.015	-0.425
Si	-3.867	4.418	21.458	-0.337	-0.297	-0.621
Si	-1.671	6.68	21.205	0.301	0.103	-0.665
Si	-4.13	-6.808	21.286	-0.018	-0.029	-0.519
Si	-1.947	-4.557	21.807	0.18	0.149	-0.707
Si	-4.593	-1.96	-5.356	0.149	-0.028	0.086
Si	5.741	-5.133	-2.241	-0.106	-0.046	0.105
Si	-4.449	0.999	-4.273	0.089	0.069	0.042
Si	0.255	1.594	-7.028	0.022	-0.031	-0.083
Si	7.305	2.636	-4.863	-0.022	0	-0.094
Si	-0.699	-7.727	-4.359	0.039	-0.016	0.034
Si	4.329	-6.137	-4.722	-0.043	0.026	0
Si	6.033	-0.764	24.737	0.009	0.068	-0.081
Si	-3.862	3.444	-6.234	0.048	-0.049	-0.014
Si	3.649	1.214	-3.106	0.032	-0.01	0.18
Si	-5.555	-4.232	24.568	0.024	-0.101	-0.169
Si	7.941	-2.825	-2.241	0.068	0.019	0.058
Si	-2.704	-7.948	-2.22	-0.07	-0.119	0.165
Si	-4.609	-6.862	-7.227	-0.023	-0.012	0.069
Si	5.912	-8.089	-6.374	-0.089	-0.001	-0.074
Si	-1.509	1.153	-3.044	-0.005	0.01	0.03
Si	14.23	4.763	25.836	-0.069	-0.092	-0.035
Si	-4.957	-7.295	-4.112	0.152	0.09	0.088
Si	-2.088	7.504	24.075	0.04	-0.046	-0.022
Si	9.565	-6.985	26.031	0.037	-0.071	-0.04
Si	0.75	5.924	-4.737	-0.022	-0.032	0.026
Si	-3.183	2.467	25.543	-0.076	-0.093	-0.076
Si	1.282	5.023	23.993	-0.061	0.044	0.077
Si	4.182	1.591	24.282	-0.043	0.065	-0.035
Si	-5.772	5.125	-2.053	0.1	0.047	0.083
Si	-0.207	-3.44	24.058	-0.012	-0.04	-0.166
Si	-4.056	5.025	24.384	0.046	0.042	-0.274
Si	7.616	-2.091	-5.25	0.009	0.066	0.049
Si	4.633	-4.859	24.481	-0.166	-0.081	-0.001
Si	2.843	5.454	-2.405	-0.103	-0.037	0.149
Si	-9.569	3.081	-3.036	-0.046	0.06	0.126
Si	-9.325	-3.241	-4.905	-0.194	0.1	0.122
Si	7.44	-4.821	25.67	0.046	-0.127	0.113
Si	1.007	-0.573	-3.082	-0.011	0.02	0.172
Si	4.028	4.713	24.537	-0.023	0.124	-0.115
Si	1.565	-6.063	-3.286	-0.117	0.076	0.173
Si	-6.739	6.81	-4.281	-0.056	-0.116	-0.004
Si	-5.845	5.773	-7.063	0.083	-0.004	0.038
Si	5.298	-7.623	23.855	-0.101	-0.052	-0.027
Si	0.765	7.942	24.303	-0.05	-0.006	-0.061
Si	-4.274	-4.374	-3.646	-0.011	0.009	-0.077
Si	8.227	5.034	23.512	-0.007	0.08	-0.135
Si	-2.089	-3.108	-4.716	0.004	-0.016	0.055
Si	-2.844	-2.727	-1.903	-0.085	-0.045	-0.022
Si	-6.302	-1.655	25.786	0.123	-0.037	-0.044
Si	4.567	3.896	-4.307	0.052	-0.127	0.035
Si	-0.31	2.927	25.072	0.062	0.036	-0.052
Si	-3.249	-6.344	25.257	-0.17	0.068	0.04
Si	-10.053	1.048	26.016	0.045	0.009	0.003
Si	-1.131	3.374	-4.951	0.032	0.031	0.009
Si	0.932	-3.36	-4.567	-0.029	-0.1	0.127
Si	2.722	-4.609	-6.83	-0.04	-0.025	-0.023
Si	3.139	1.178	-6.973	0.076	0.054	0.033
Si	3.712	-2.559	26.046	0.038	-0.023	-0.007
Si	1.391	-1.311	5.302	-0.015	0.002	0.007
Si	4.087	1.368	5.309	-0.008	-0.003	0.013
Si	1.375	4.115	5.297	-0.008	-0.001	0.007
Si	4.084	6.832	5.289	-0.001	-0.002	0.003
Si	1.383	9.555	5.331	0.008	0	0.008
Si	4.14	12.25	5.32	0.011	0.001	0.006
Si	6.815	-1.34	5.31	-0.006	0.005	0.006
Si	9.532	1.403	5.348	-0.001	-0.003	0.008
Si	6.821	4.127	5.324	-0.011	-0.009	0.004
Si	-6.833	6.794	5.358	0.005	0.007	0.007
Si	6.805	9.553	5.282	-0.005	0.007	0
Si	-6.852	12.223	5.398	0.002	0.001	0.007
Si	-4.076	-1.312	5.378	0.008	0.012	0.007
Si	-1.34	1.403	5.334	-0.013	-0.003	0.012
Si	-4.089	4.112	5.338	-0.003	0.005	0.001
Si	-1.362	6.804	5.339	0.004	0.011	-0.002
Si	-4.085	-6.789	5.35	-0.004	0.008	0.009
Si	-1.346	-4.059	5.331	0.002	-0.009	0.015
Si	2.742	0.023	6.693	0.018	-0.006	0
Si	5.452	2.744	6.667	0.002	-0.007	0.005
Si	2.741	5.461	6.668	-0.007	0	0.003
Si	5.452	8.187	6.657	-0.002	0.004	-0.001
Si	2.752	10.91	6.682	-0.004	0.006	0.005
Si	5.477	-2.703	6.691	0.009	-0.014	-0.001
Si	8.167	0.024	6.689	0.001	0	0.005
Si	-5.446	2.728	6.693	0.006	-0.009	-0.007
Si	-8.192	5.435	6.723	-0.005	-0.002	-0.003
Si	-5.455	8.164	6.702	0.006	-0.007	-0.008
Si	-8.202	10.861	6.749	0.001	0.006	-0.005
Si	-5.453	-2.709	6.703	-0.006	0.006	-0.01
Si	-2.696	0.04	6.71	0.005	0	0.005
Si	0.017	2.766	6.685	-0.005	0.008	-0.005
Si	-2.727	5.46	6.706	0	0	-0.001
Si	0.019	8.172	6.678	-0.002	0	0
Si	-2.715	-5.421	6.692	0.001	0.001	-0.002
Si	0.03	-2.688	6.667	0	0.002	0.001
Si	1.379	1.393	8.043	-0.006	0.001	-0.01
Si	4.098	4.101	8.041	0.005	0.01	-0.004
Si	1.377	6.81	8.041	-0.004	-0.01	-0.003
Si	4.1	9.537	8.041	-0.001	0.001	-0.003
Si	1.387	-4.05	8.035	0.01	0.007	0
Si	4.102	-1.346	8.046	-0.015	-0.006	0.001
Si	6.804	1.384	8.049	-0.016	-0.012	-0.002
Si	-6.813	4.076	8.061	0.002	0.005	-0.01
Si	6.81	6.834	8.042	0.004	0.007	0
Si	-6.811	9.514	8.08	-0.001	-0.001	0.003
Si	6.824	-4.062	8.061	0.003	0.016	0.004
Si	-6.812	-1.362	8.073	0.01	0.003	0.001
Si	-4.074	1.385	8.06	0.004	0.006	0.003
Si	-1.354	4.102	8.055	-0.001	-0.01	0.001
Si	-4.087	6.816	8.062	-0.001	0.002	-0.001
Si	-1.345	-6.788	8.038	0.007	0.002	0
Si	-4.08	-4.068	8.051	-0.004	-0.01	0.002
Si	-1.335	-1.342	8.043	-0.007	-0.001	-0.007
Si	0.026	0.019	9.403	0	0.002	0.003
Si	2.74	2.74	9.415	-0.003	-0.002	0.002
Si	0.015	5.456	9.411	-0.008	0.001	-0.002
Si	2.74	8.172	9.401	-0.002	-0.004	-0.004
Si	0.023	-5.425	9.388	-0.003	0.001	-0.001
Si	2.743	-2.702	9.407	0.006	0.006	0.003
Si	5.453	0.017	9.417	0	-0.002	-0.004
Si	-8.174	2.714	9.422	0.003	-0.004	-0.008
Si	5.455	5.463	9.408	0.001	-0.008	0.003
Si	-8.172	8.158	9.441	0.001	-0.009	-0.002
Si	5.454	-5.423	9.414	0.003	0.001	0
Si	-8.172	-2.721	9.438	0.003	0.005	-0.004
Si	-5.437	0.009	9.406	0.001	-0.003	0.002
Si	-2.709	2.74	9.416	0.003	0.009	0.004
Si	-5.449	5.445	9.41	0.002	-0.001	-0.004
Si	-2.709	8.175	9.405	-0.008	0.002	-0.004
Si	-5.44	-5.429	9.416	0.004	0.002	-0.004
Si	-2.703	-2.708	9.394	0.002	0.004	0
Si	1.384	-1.346	10.767	0.003	-0.003	0.001
Si	4.09	1.367	10.784	0.01	-0.004	0.003
Si	1.373	4.094	10.778	-0.014	0.004	0.007
Si	4.092	6.817	10.778	0.003	0.003	0
Si	1.375	9.531	10.757	0.011	0.002	-0.002
Si	4.094	-4.063	10.775	-0.014	-0.001	0.002
Si	6.802	-1.344	10.795	-0.004	0.012	0
Si	-6.803	1.358	10.767	0.002	0.001	-0.002
Si	-9.533	4.069	10.788	-0.006	0.012	-0.002
Si	-6.804	6.797	10.78	0.003	-0.002	0.004
Si	-9.528	9.517	10.805	0.009	-0.001	0
Si	-6.801	-4.076	10.784	0	-0.009	0.008
Si	-4.068	-1.353	10.752	0.006	0.004	0.001
Si	-1.341	1.373	10.761	-0.015	-0.003	-0.005
Si	-4.079	4.098	10.766	-0.005	0.002	-0.001
Si	-1.352	6.813	10.767	0.007	-0.006	0.003
Si	-4.068	9.535	10.764	0.005	0	0.003
Si	-1.338	-4.068	10.749	-0.007	-0.008	0.001
Si	2.739	-0.006	12.151	-0.014	0.003	0.005
Si	5.446	2.729	12.146	-0.002	0	-0.006
Si	2.729	5.458	12.144	0.012	-0.001	0.007
Si	5.447	8.179	12.15	0.003	0.01	-0.001
Si	2.729	10.891	12.123	0.003	-0.002	-0.002
Si	5.44	-2.706	12.158	0.006	-0.006	0.003
Si	8.164	0.013	12.162	0.001	0.005	-0.005
Si	-5.438	2.724	12.107	-0.002	0.006	-0.003
Si	-8.174	5.437	12.129	-0.002	-0.009	0.003
Si	-5.433	8.17	12.113	0.005	-0.001	-0.006
Si	-8.16	10.883	12.147	-0.008	0	0.003
Si	-5.43	-2.702	12.12	0.013	0.007	0.004
Si	-2.702	0.003	12.106	0.005	0.004	0
Si	0.014	2.722	12.136	-0.003	-0.003	0.004
Si	-2.72	5.454	12.127	-0.011	-0.001	0.002
Si	0.013	8.173	12.121	-0.016	0.003	0.001
Si	-2.697	-5.423	12.113	0.005	0.009	-0.006
Si	0.026	-2.718	12.115	0.001	0.008	0.002
Si	1.372	1.351	13.5	-0.005	0.002	0.004
Si	4.084	4.087	13.505	0.008	-0.007	0.001
Si	1.36	6.819	13.501	0	0.01	0.01
Si	4.086	9.551	13.499	-0.016	0.004	-0.003
Si	1.369	-4.085	13.493	0.011	-0.004	0.002
Si	4.077	-1.375	13.543	0.002	0.003	0.012
Si	6.799	1.366	13.52	0.001	0.004	-0.004
Si	-6.809	4.07	13.46	0.009	-0.001	0.007
Si	6.806	6.827	13.523	0.003	-0.013	0.004
Si	-6.791	9.517	13.481	0.019	-0.013	0.005
Si	6.777	-4.056	13.553	-0.009	0.008	0.008
Si	9.504	-1.349	13.548	-0.004	0.008	0.002
Si	-4.073	1.36	13.45	0.001	-0.007	-0.004
Si	-1.372	4.075	13.48	-0.001	0.006	-0.001
Si	-4.074	6.83	13.481	-0.017	0.005	0.004
Si	-1.338	9.542	13.477	-0.009	-0.002	-0.003
Si	-4.059	-4.061	13.464	0.01	-0.007	0.005
Si	-1.335	-1.356	13.46	-0.013	-0.002	-0.003
Si	0.02	-0.033	14.852	0.012	0	0.009
Si	2.727	2.712	14.859	0.001	-0.01	0.001
Si	-0.025	5.442	14.833	-0.023	-0.012	0.008
Si	2.717	8.208	14.85	0.028	0.001	0.004
Si	0.013	-5.435	14.865	-0.001	-0.007	-0.003
Si	2.717	-2.768	14.901	-0.025	-0.012	0.007
Si	5.453	-0.006	14.885	0.012	0.011	0.004
Si	8.147	2.722	14.898	0.004	-0.013	0.006
Si	5.445	5.452	14.86	-0.01	0.008	-0.008
Si	8.135	8.19	14.925	-0.002	0.01	0.003
Si	5.398	10.911	14.914	-0.008	-0.005	0.003
Si	8.139	-2.7	14.923	-0.001	-0.001	0.005
Si	-5.418	0.03	14.838	0.01	0.004	0.013
Si	-2.729	2.69	14.83	-0.002	0.005	0.002
Si	-5.462	5.451	14.79	0.01	-0.006	-0.006
Si	-2.715	8.21	14.833	0.014	-0.004	0.001
Si	-5.421	-5.424	14.81	-0.009	0.002	0.006
Si	-2.694	-2.701	14.818	0.004	0.006	0.004
Si	18.09	-1.487	0.182	-0.25	0.054	0.693
Si	20.649	1.104	0.021	-0.037	0.224	0.673
Si	17.519	4.345	0.07	0.153	-0.101	0.782
Si	20.843	6.616	0.121	-0.187	0.026	0.658
Si	17.664	-6.534	0.235	0.17	-0.271	0.723
Si	20.182	-3.796	0.135	0.257	-0.08	0.77
Si	23.051	-0.963	0.05	0.002	-0.251	0.616
Si	25.993	1.028	0.255	0.04	0.164	0.668
Si	23.062	4.442	0.247	-0.027	-0.243	0.595
Si	25.513	6.997	0.2	0.236	-0.065	0.639
Si	23.397	9.24	0.488	0.009	-0.009	0.656
Si	9.761	12.165	-0.119	-0.261	0.106	0.704
Si	12.008	-1.104	-0.115	0.196	-0.105	0.672
Si	14.765	1.663	0.076	0.08	-0.117	0.74
Si	12.587	3.886	-0.031	-0.16	0.118	0.741
Si	15.372	6.634	-0.082	-0.185	0.151	0.691
Si	11.996	9.927	-0.16	0.17	-0.217	0.757
Si	15.33	-4.381	0.089	-0.263	0.354	0.679
Si	19.215	0.016	1.52	0.033	-0.001	-0.03
Si	21.819	2.732	1.309	0.031	0.002	-0.031
Si	19.146	5.479	1.331	0.012	0	-0.048
Si	21.827	8.068	1.671	-0.03	-0.049	-0.058
Si	19.152	-5.356	1.549	0.028	0.009	-0.056
Si	21.917	-2.687	1.272	-0.011	0.029	-0.027
Si	24.499	-0.049	1.64	0.006	0.003	-0.042
Si	10.998	2.75	1.303	0.018	-0.007	-0.053
Si	24.506	5.51	1.673	-0.025	0.013	-0.039
Si	10.912	8.279	1.172	-0.014	0.001	-0.069
Si	24.652	10.793	1.613	0.03	0.038	-0.035
Si	10.914	-2.661	1.27	-0.001	0.002	-0.039
Si	13.595	0.022	1.265	-0.014	0	-0.052
Si	16.359	2.786	1.384	-0.004	-0.002	-0.054
Si	13.719	5.519	1.223	0.023	-0.034	-0.054
Si	16.445	8.147	1.366	-0.016	-0.007	-0.041
Si	13.619	-5.427	1.278	-0.033	-0.008	-0.053
Si	16.399	-2.676	1.324	0.016	-0.001	-0.05
Si	17.733	1.394	2.72	-0.011	0.013	-0.013
Si	20.443	4.058	2.717	-0.01	0.006	-0.004
Si	17.798	6.821	2.74	-0.002	-0.005	0.028
Si	20.46	9.537	2.858	-0.006	-0.009	0.02
Si	17.702	-4.015	2.805	-0.005	0.008	0.022
Si	20.573	-1.386	2.796	0.023	-0.033	0.026
Si	23.142	1.435	2.814	-0.01	0.001	-0.016
Si	25.931	4.041	2.779	0.006	-0.048	0.018
Si	23.164	6.783	3.059	-0.005	0.023	0.044
Si	25.987	9.424	2.913	-0.011	-0.039	0.023
Si	23.192	12.246	2.741	-0.019	0.027	-0.003
Si	9.535	-1.361	2.666	0.008	-0.005	0.025
Si	12.284	1.368	2.701	0.012	0.007	0.034
Si	15.001	4.162	2.715	-0.016	0.001	0.03
Si	12.28	6.874	2.53	-0.008	-0.007	-0.008
Si	14.973	-6.822	2.651	0.018	0.026	-0.001
Si	12.298	-4.013	2.632	-0.001	-0.013	0.001
Si	14.99	-1.321	2.628	0.001	0.013	0.013
Si	16.345	0.021	4.033	-0.008	-0.009	0.006
Si	19.074	2.737	4.104	0.029	0.001	-0.004
Si	16.388	5.478	4.079	0.001	-0.009	-0.006
Si	19.072	8.178	4.161	-0.006	-0.013	0.005
Si	16.312	-5.438	4.057	-0.008	0.004	-0.01
Si	19.116	-2.692	4.132	0.023	-0.011	-0.011
Si	21.837	0.02	4.171	0.005	-0.017	-0.004
Si	24.541	2.729	4.162	-0.033	0.012	0.016
Si	21.752	5.362	4.215	-0.01	-0.01	-0.007
Si	24.568	8.161	4.291	0.006	0.016	0.008
Si	21.84	10.906	4.147	0.02	0.007	0.018
Si	24.496	-2.788	4.21	-0.01	-0.007	0.012
Si	10.892	0.015	4.026	0.002	0.012	-0.01
Si	13.638	2.757	4.042	0.013	0.002	-0.022
Si	10.921	5.501	3.919	0.021	0.003	0.006
Si	13.607	8.167	4.002	0.012	-0.009	0.012
Si	10.907	-5.39	3.967	-0.006	-0.001	-0.009
Si	13.643	-2.675	4.016	-0.008	0.002	0.007
Si	17.635	-1.355	16.323	-0.006	0.009	-0.008
Si	20.345	1.331	16.331	-0.02	0.015	-0.01
Si	17.645	4.07	16.297	0.001	0.014	-0.011
Si	20.377	6.777	16.357	0.017	-0.004	-0.005
Si	17.656	-6.767	16.355	0.005	0.005	-0.002
Si	20.361	-4.095	16.354	-0.003	0.001	-0.002
Si	23.093	-1.39	16.384	-0.007	0.009	0.004
Si	9.506	1.349	16.259	-0.014	0.005	-0.012
Si	23.07	4.082	16.341	0.001	-0.008	-0.01
Si	9.517	6.827	16.271	-0.003	0.003	-0.011
Si	23.079	9.479	16.341	-0.005	0.007	-0.011
Si	9.485	-4.064	16.296	0.006	-0.01	-0.007
Si	12.208	-1.35	16.324	-0.001	0.011	0.002
Si	14.939	1.351	16.307	0	0.008	-0.01
Si	12.223	4.1	16.261	0.004	0.004	-0.007
Si	14.95	6.835	16.252	0.006	0.003	-0.015
Si	12.222	-6.739	16.279	0.005	-0.008	-0.008
Si	14.929	-4.063	16.335	-0.003	0	-0.007
Si	18.997	-0.033	17.713	0.01	-0.004	0.003
Si	21.681	2.718	17.663	0.012	0.002	0.014
Si	18.968	5.429	17.681	0.002	-0.021	0.008
Si	21.745	8.123	17.733	-0.016	-0.02	-0.005
Si	19.021	-5.43	17.757	-0.016	-0.006	0.026
Si	21.703	-2.748	17.735	0.005	0.012	-0.003
Si	24.485	-0.028	17.715	0.01	0.014	0.015
Si	10.857	2.727	17.6	0.016	-0.006	-0.005
Si	24.414	5.434	17.725	-0.001	0.017	-0.009
Si	10.884	8.209	17.615	0.006	0.001	0.007
Si	24.43	10.811	17.711	-0.002	-0.016	0.024
Si	10.848	-2.73	17.682	-0.015	-0.003	-0.022
Si	13.566	0.023	17.685	0.004	-0.01	0.007
Si	16.336	2.675	17.665	0.002	-0.005	-0.008
Si	13.621	5.456	17.587	-0.019	-0.003	0.005
Si	16.245	-8.115	17.664	-0.011	-0.011	-0.002
Si	13.555	-5.401	17.706	-0.002	0.01	-0.005
Si	16.273	-2.688	17.694	0.009	0.005	0.007
Si	17.662	1.316	19.097	-0.02	0.031	-0.006
Si	20.286	4.03	19.048	-0.014	-0.02	-0.036
Si	17.602	6.843	18.992	-0.004	-0.002	-0.024
Si	20.389	-6.849	19.097	-0.023	0.009	-0.011
Si	17.636	-4.017	19.077	0.017	0.015	-0.04
Si	20.316	-1.404	19.108	0.013	-0.031	-0.006
Si	23.045	1.345	18.986	-0.01	0.012	-0.033
Si	9.537	4.097	18.96	0.005	-0.001	0.002
Si	23.088	6.782	19.151	0.009	0.015	0.002
Si	9.488	9.545	18.969	0.023	-0.008	-0.045
Si	23.065	-4.137	19.058	-0.002	-0.023	-0.012
Si	25.93	-1.373	19.041	0.011	0.033	-0.023
Si	12.195	1.412	19.012	-0.006	-0.002	-0.026
Si	14.967	4.07	18.936	0.006	-0.004	-0.032
Si	12.329	6.878	18.925	0.014	0.035	-0.051
Si	14.898	-6.767	19.072	0.015	-0.031	-0.004
Si	12.207	-4.041	19.097	0.001	0.01	0
Si	14.907	-1.337	19.074	0.01	-0.01	-0.038
Si	16.279	0	20.466	-0.006	0.006	0.068
Si	19.03	2.604	20.507	0.025	0.013	0.049
Si	16.303	5.41	20.305	0.005	-0.003	0.046
Si	18.895	8.191	20.418	0.001	0.023	0.045
Si	16.221	-5.356	20.392	0.009	0.026	0.065
Si	18.971	-2.713	20.556	-0.023	0.002	0.053
Si	21.739	-0.054	20.372	0.013	0.022	0.047
Si	24.345	2.713	20.381	0.026	0.003	0.085
Si	21.595	5.445	20.391	-0.007	0.005	0.069
Si	24.527	8.057	20.558	0.006	0.009	0.054
Si	21.76	-5.52	20.489	0.021	-0.006	0.019
Si	24.579	-2.811	20.268	0.001	-0.033	0.033
Si	10.903	-0.017	20.378	0.04	0.008	0.061
Si	13.603	2.781	20.325	0.003	-0.011	0.061
Si	10.977	5.486	20.187	-0.014	0.004	0.06
Si	13.61	8.169	20.47	-0.016	-0.022	0.049
Si	10.825	10.889	20.39	-0.012	-0.026	0.061
Si	13.534	-2.655	20.491	0.005	0.005	0.07
Si	17.314	-1.588	21.879	0.305	0.159	-0.71
Si	20.663	1.442	21.832	-0.253	-0.165	-0.692
Si	17.828	4.25	21.662	-0.168	-0.239	-0.781
Si	19.964	6.564	21.705	0.225	0.211	-0.722
Si	17.747	-6.494	21.718	-0.1	-0.25	-0.694
Si	20.107	-4.416	21.752	0.129	0.203	-0.766
Si	23.363	-1.305	21.5	-0.155	-0.021	-0.67
Si	9.337	1.14	21.628	0.168	0.273	-0.674
Si	22.696	3.836	21.66	0.149	0.047	-0.776
Si	9.745	6.929	21.501	-0.172	-0.063	-0.709
Si	23.463	-6.561	21.802	-0.157	-0.184	-0.671
Si	25.695	-4.346	21.658	0.115	0.132	-0.719
Si	12.526	-0.982	21.827	-0.273	-0.221	-0.744
Si	14.745	1.275	21.709	0.197	0.13	-0.736
Si	12.56	4.462	21.569	-0.04	-0.1	-0.719
Si	14.866	6.577	21.729	0.1	0.237	-0.654
Si	11.86	9.22	21.675	0.237	0.095	-0.735
Si	15.081	-3.834	21.786	-0.154	-0.186	-0.703
Si	15.272	-1.451	-7.23	-0.069	0.039	-0.025
Si	18.002	-6.942	-2.779	-0.037	-0.022	0.048
Si	12.468	-6.818	24.662	-0.052	-0.021	-0.104
Si	18.9	-0.088	-6.423	0.03	0.108	0.145
Si	25.048	3.56	-7.199	-0.098	0.074	-0.191
Si	18.012	-4.02	-4.071	-0.101	0.047	0.011
Si	20.532	8.128	-2.654	0.053	-0.028	0.144
Si	21.783	-2.823	23.784	0.064	0.068	-0.086
Si	13.211	-0.273	-5.394	-0.011	-0.045	-0.102
Si	21.624	2.931	-3.291	0.09	-0.007	0.027
Si	9.586	-3.183	24.685	0.095	0	-0.115
Si	25.481	-2.995	-4.507	0.066	0.084	0.083
Si	12.568	-6.955	-3.216	-0.036	0.06	0.124
Si	11.735	-4.245	-4.684	-0.049	-0.074	0.055
Si	24.443	-4.829	-2.525	0.047	0.066	0.133
Si	19.002	2.683	-2.188	-0.006	-0.145	0.062
Si	22.16	0.281	-4.465	0	-0.078	-0.107
Si	8.657	7.979	-5.997	0.044	-0.025	-0.075
Si	12.602	-2.556	-7.04	-0.074	0.145	-0.01
Si	18.37	4.653	-6.359	0.059	0.01	-0.001
Si	16.382	6.262	-5.255	-0.035	-0.053	0.069
Si	12.681	-2.084	-3.088	-0.001	0.028	0.187
Si	14.598	-4.6	24.783	0.014	-0.014	-0.154
Si	17.356	-3.642	-7.099	0.008	-0.021	-0.08
Si	10.737	5.23	-2.209	-0.031	0.013	0.147
Si	11.382	-1.042	24.713	0.058	-0.028	-0.155
Si	12.084	3.629	24.457	-0.053	0.049	-0.083
Si	24.45	-0.72	-2.737	0.026	0.042	0.204
Si	14.372	4.868	-7.162	0.119	-0.153	0.068
Si	15.236	7.87	-2.98	0.048	-0.045	0.192
Si	8.516	2.994	-2.153	-0.009	0.116	0.143
Si	9.527	2.381	24.28	0.067	0.009	-0.008
Si	18.139	7.507	-7.057	0.067	-0.077	0.033
Si	16.258	-0.28	-1.854	0.047	0.036	0.083
Si	20.474	-0.099	24.622	0.069	0.143	-0.068
Si	21.764	-5.5	-1.775	0.016	-0.026	0.023
Si	11.067	7.081	-4.539	0.037	-0.002	-0.003
Si	17.491	-4.228	25.841	-0.154	0.148	0.034
Si	16.997	1.263	-4.28	-0.003	0.151	0.147
Si	19.65	7.68	24.533	-0.124	-0.001	-0.033
Si	9.848	-5.615	-6.549	0.062	-0.044	-0.047
Si	22.6	5.238	24.385	-0.071	0.015	-0.081
Si	15.336	-3.032	-2.565	0.211	-0.092	-0.012
Si	14.472	2.233	-5.891	0.096	-0.006	-0.065
Si	5.468	0.165	-5.103	0.007	0.071	0.045
Si	20.25	2.587	-7.073	-0.19	0.093	-0.047
Si	16.119	3.018	23.999	-0.05	-0.016	-0.137
Si	16.589	8.067	23.981	0.021	-0.078	-0.068
Si	12.884	1.197	25.746	-0.008	0.003	0.035
Si	14.345	7.791	25.924	0.04	0.019	-0.059
Si	28.269	6.619	26.031	-0.056	0.008	0.07
Si	21.706	-4.499	-6.506	0.012	0.075	0.021
Si	23.332	-8.049	24.53	0.168	0.073	-0.004
Si	17.799	-1.252	24.948	-0.043	-0.03	-0.08
Si	17.709	-1.324	5.43	-0.009	0.007	-0.003
Si	20.417	1.36	5.48	0.007	0.019	0.001
Si	17.71	4.098	5.455	-0.014	0.013	0.005
Si	20.41	6.789	5.514	0.005	0.009	0.009
Si	17.67	9.541	5.456	-0.003	0.016	0.003
Si	20.442	12.245	5.493	-0.003	0.002	0.001
Si	23.171	-1.36	5.53	-0.012	0.005	0.003
Si	25.869	1.315	5.493	0.012	-0.011	-0.006
Si	23.16	4.046	5.543	0.007	-0.005	0.008
Si	9.54	6.842	5.296	-0.008	-0.011	-0.005
Si	23.173	9.553	5.551	0.003	0.003	0.011
Si	9.527	-4.062	5.338	0.003	-0.004	0.004
Si	12.261	-1.336	5.38	0.001	-0.001	0.009
Si	14.991	1.386	5.402	0.008	0.009	0.001
Si	12.245	4.132	5.344	-0.016	-0.002	0.001
Si	14.977	6.83	5.394	0.005	-0.006	0.004
Si	12.247	-6.77	5.344	0.001	0.008	0.007
Si	14.964	-4.058	5.399	0.006	-0.001	0.018
Si	19.042	0.017	6.83	0	-0.001	0.005
Si	21.781	2.688	6.869	0.01	-0.002	-0.003
Si	19.039	5.444	6.855	0.005	-0.006	-0.003
Si	21.785	8.158	6.852	0.005	-0.001	0
Si	19.053	10.883	6.818	-0.003	-0.01	0.005
Si	21.781	-2.712	6.864	0.009	0.001	-0.001
Si	24.523	-0.015	6.889	-0.002	-0.001	0.005
Si	10.891	2.761	6.712	0	0.006	-0.001
Si	8.184	5.483	6.683	-0.001	0	-0.002
Si	10.885	-8.135	6.7	0.004	0.006	-0.003
Si	8.163	-5.429	6.685	0	0.005	-0.001
Si	10.881	-2.702	6.717	-0.003	0.006	0.003
Si	13.616	0.023	6.749	0	0	-0.003
Si	16.335	2.733	6.791	0.013	-0.014	0.006
Si	13.607	5.463	6.738	0.011	-0.004	0.002
Si	16.308	8.179	6.798	-0.006	0.003	-0.002
Si	13.591	-5.419	6.743	0	-0.004	0.006
Si	16.338	-2.708	6.766	0	-0.011	-0.008
Si	17.68	1.378	8.174	-0.003	0.007	0.001
Si	20.412	4.075	8.199	0.004	0.006	-0.006
Si	17.663	6.817	8.174	-0.009	-0.008	-0.004
Si	20.404	9.519	8.19	-0.004	-0.008	-0.006
Si	17.683	-4.066	8.155	0.004	0.008	0
Si	20.398	-1.353	8.196	0.005	-0.007	-0.005
Si	23.138	1.335	8.231	-0.013	-0.011	0.005
Si	9.523	4.115	8.069	0.002	-0.001	-0.004
Si	23.144	6.794	8.213	0.014	0.012	0.002
Si	9.519	-6.783	8.065	-0.008	-0.008	-0.001
Si	23.137	-4.069	8.236	0.011	0.007	-0.002
Si	9.521	-1.333	8.069	0.007	0.005	0.001
Si	12.243	1.393	8.088	0.003	0.007	-0.001
Si	14.954	4.1	8.123	-0.003	0.001	-0.006
Si	12.24	6.829	8.088	-0.001	-0.005	-0.01
Si	14.942	-6.772	8.132	0.004	0.002	-0.003
Si	12.227	-4.061	8.099	-0.008	-0.006	-0.004
Si	14.965	-1.346	8.119	0.004	0.013	-0.006
Si	16.313	0.003	9.507	0.009	0.002	0.006
Si	19.038	2.723	9.547	0.003	-0.008	0.003
Si	16.301	5.451	9.512	0	0.001	0.001
Si	19.033	8.164	9.538	0.001	0	0.003
Si	16.309	-5.425	9.502	-0.007	-0.007	-0.002
Si	19.034	-2.721	9.54	-0.004	0.001	0.004
Si	21.761	-0.015	9.573	0.005	-0.001	0.005
Si	8.163	2.743	9.423	0.001	0.006	0.001
Si	21.771	5.433	9.558	0.004	0.003	-0.001
Si	8.16	-8.138	9.429	0.002	0.002	-0.001
Si	21.76	-5.444	9.562	0.002	0.003	0
Si	8.169	-2.701	9.437	0.002	-0.011	0.003
Si	10.879	0.024	9.44	0.002	0.003	-0.005
Si	13.592	2.736	9.476	0.005	-0.006	0.001
Si	10.88	5.464	9.447	-0.002	-0.005	-0.003
Si	13.584	-8.14	9.482	0.001	0.007	0.001
Si	10.865	-5.425	9.453	-0.003	0.001	0.004
Si	13.591	-2.705	9.469	0	-0.009	-0.004
Si	17.665	-1.356	10.883	-0.003	0.003	0.002
Si	20.391	1.354	10.91	0.005	0	-0.002
Si	17.664	4.093	10.88	-0.002	0.009	-0.005
Si	20.396	6.8	10.897	0.003	-0.01	-0.001
Si	17.664	9.533	10.877	0.005	0.006	-0.003
Si	20.39	-4.083	10.911	-0.002	-0.001	-0.002
Si	23.117	-1.371	10.942	-0.003	0.004	0
Si	9.518	1.382	10.801	0.001	-0.009	0
Si	6.803	4.101	10.787	-0.005	0.001	0.003
Si	9.515	-9.498	10.803	0	0	-0.001
Si	6.804	-6.776	10.793	0.003	-0.002	0.002
Si	9.508	-4.064	10.819	0	0.009	0.005
Si	12.225	-1.34	10.82	-0.001	0.014	-0.001
Si	14.943	1.37	10.848	-0.005	0.002	-0.001
Si	12.228	4.102	10.827	0.001	0.011	-0.001
Si	14.942	6.822	10.859	-0.002	-0.012	-0.002
Si	12.221	-6.776	10.835	-0.008	-0.005	0
Si	14.941	-4.062	10.849	0.007	0.005	-0.003
Si	19.026	-0.01	12.258	0.002	0.004	0.006
Si	21.753	2.708	12.271	-0.002	-0.002	-0.002
Si	19.028	5.444	12.248	0.005	0	0.003
Si	21.744	8.156	12.272	-0.001	0.005	0.004
Si	19.017	10.88	12.259	-0.009	-0.009	0.004
Si	21.749	-2.737	12.286	0.011	0	0.007
Si	24.476	-0.016	12.305	-0.007	-0.001	0.003
Si	10.871	2.732	12.184	0	-0.003	0
Si	8.159	5.457	12.164	0.002	0	0
Si	10.855	-8.136	12.186	-0.005	-0.009	0.003
Si	8.14	-5.417	12.185	-0.001	-0.007	0.002
Si	10.867	-2.703	12.183	-0.001	-0.008	0
Si	13.582	0.006	12.202	0.005	0	0
Si	16.299	2.724	12.219	0.005	-0.006	0
Si	13.578	5.458	12.206	-0.001	-0.005	0.002
Si	16.305	8.173	12.233	0.002	0.002	0.005
Si	13.58	-5.419	12.209	0.001	0.002	0.001
Si	16.296	-2.716	12.231	-0.003	-0.004	0.003
Si	17.649	1.36	13.588	-0.01	0.014	0
Si	20.379	4.072	13.609	0.006	0	-0.004
Si	17.674	6.817	13.601	0.013	-0.012	0.002
Si	20.371	9.514	13.626	-0.002	0.004	0.006
Si	17.651	-4.071	13.605	-0.001	0.004	0
Si	20.381	-1.373	13.632	-0.008	0.002	0.007
Si	23.099	1.346	13.646	0.002	0.01	0.002
Si	9.506	4.091	13.539	-0.006	0.01	0.001
Si	23.105	6.79	13.626	0.008	-0.016	0.002
Si	9.495	-6.778	13.553	0.002	-0.001	0.003
Si	23.106	-4.099	13.654	-0.002	-0.006	0.003
Si	25.826	-1.388	13.665	0	0.005	0
Si	12.228	1.369	13.558	0.009	-0.009	0.004
Si	14.937	4.092	13.568	-0.005	0.011	-0.003
Si	12.216	6.83	13.553	-0.005	0.009	-0.001
Si	14.946	9.549	13.578	0	-0.009	0.005
Si	12.217	-4.053	13.565	-0.002	0.011	0.006
Si	14.927	-1.358	13.582	0	0.009	0.004
Si	16.289	-0.003	14.941	0.008	-0.004	-0.001
Si	19.011	2.705	14.954	-0.001	-0.007	0.002
Si	16.304	5.445	14.926	-0.005	-0.01	0.001
Si	19.016	8.165	15.004	0.001	-0.011	0.012
Si	16.295	-5.422	14.972	0.001	0.002	0.007
Si	19.007	-2.728	14.985	-0.001	-0.004	0.007
Si	21.741	-0.024	15.004	0.011	0.002	0.003
Si	24.452	2.71	15.003	0.007	0.002	0.003
Si	21.728	5.437	14.97	-0.004	-0.006	0.005
Si	24.466	8.133	14.998	-0.006	0.007	0.004
Si	21.726	10.863	14.996	0	-0.009	0.002
Si	24.463	-2.751	15.03	-0.004	0	0.011
Si	10.873	-0.003	14.914	-0.006	0.002	-0.004
Si	13.59	2.724	14.93	0	0	0
Si	10.859	5.46	14.901	0.005	-0.009	0.004
Si	13.57	8.197	14.919	0.001	-0.001	0.007
Si	10.846	-5.408	14.916	-0.002	0.003	-0.004
Si	13.569	-2.71	14.957	0.002	-0.006	0.007
Si	34.211	-1.736	0.139	-0.076	0.247	0.756
Si	37.062	0.982	0.179	-0.265	0.191	0.772
Si	33.945	4.416	0.056	0.032	-0.218	0.645
Si	36.842	6.718	0.163	-0.193	0.299	0.641
Si	33.738	-6.53	0.152	0.167	-0.117	0.744
Si	36.51	-3.827	0.189	0.065	-0.217	0.759
Si	39.23	-1.286	0.277	0.26	-0.093	0.709
Si	42.451	1.017	0.055	-0.27	0.257	0.723
Si	39.106	4.444	0.201	0.212	-0.272	0.698
Si	-23.362	7.109	0.1	0.103	-0.174	0.746
Si	-25.555	9.34	0.103	-0.201	0.109	0.693
Si	26.079	11.792	0.054	-0.074	0.207	0.676
Si	28.245	-1.181	0.014	0.155	-0.118	0.675
Si	31.135	1.441	0.143	0.232	-0.122	0.745
Si	28.93	3.703	-0.004	-0.253	0.262	0.733
Si	31.653	6.537	0.127	-0.158	0.021	0.766
Si	28.369	9.629	0.02	0.15	-0.131	0.695
Si	31.488	-4.366	0.127	-0.096	0.103	0.744
Si	35.366	-0.088	1.407	-0.001	-0.022	-0.074
Si	38.069	2.714	1.421	-0.001	0.006	-0.05
Si	35.355	5.524	1.529	0.012	0.002	-0.037
Si	-27.199	8.257	1.407	0.014	0	-0.026
Si	35.327	-5.406	1.464	-0.019	0.011	-0.068
Si	38.024	-2.747	1.596	-0.018	-0.011	-0.061
Si	40.832	-0.032	1.433	-0.001	0.004	-0.042
Si	27.247	2.694	1.334	0.005	-0.001	-0.059
Si	-24.499	5.51	1.415	0.012	0.03	-0.068
Si	27.228	8.096	1.381	-0.011	0.014	-0.05
Si	-24.455	10.915	1.421	0.014	-0.011	-0.04
Si	27.148	-2.805	1.317	-0.023	-0.01	-0.034
Si	29.877	-0.088	1.384	-0.018	0.013	-0.03
Si	32.768	2.709	1.283	-0.016	0.014	-0.036
Si	30.002	5.355	1.32	0.008	0.011	-0.057
Si	32.684	8.149	1.473	0.003	0.007	-0.045
Si	29.913	-5.535	1.391	-0.02	-0.001	-0.037
Si	32.639	-2.821	1.475	0.011	-0.004	-0.058
Si	34.035	1.34	2.716	-0.003	-0.001	0.016
Si	36.69	4.052	2.797	0.006	-0.001	0.03
Si	34.027	6.859	2.887	0.007	-0.001	0.024
Si	-28.566	9.559	2.791	-0.012	-0.007	0.006
Si	33.987	-4.108	2.886	0.013	-0.002	0.046
Si	36.675	-1.366	2.895	-0.022	0.006	0.044
Si	39.471	1.376	2.774	-0.013	-0.013	0.013
Si	-23.157	4.075	2.712	0.011	0.001	-0.006
Si	-25.876	6.847	2.795	-0.001	0.02	0.037
Si	-23.18	9.57	2.887	-0.018	0.009	0.031
Si	-25.846	12.197	2.828	0.014	-0.007	0.002
Si	25.849	-1.51	2.833	0.027	-0.007	0.009
Si	28.567	1.318	2.761	0.007	0.013	0.029
Si	31.366	4.019	2.718	-0.003	-0.012	0.032
Si	28.618	6.719	2.692	0.029	0.006	0.001
Si	31.251	-6.867	2.799	0.014	0.002	0.028
Si	28.581	-4.102	2.72	-0.012	0.013	0.012
Si	31.27	-1.405	2.75	-0.004	0.01	-0.002
Si	32.643	-0.01	4.083	0.016	-0.005	-0.004
Si	35.345	2.689	4.145	0.005	0.009	0.012
Si	32.648	5.418	4.14	-0.024	-0.006	-0.012
Si	-29.881	8.196	4.202	0.001	0	0.007
Si	32.613	-5.496	4.177	0.022	-0.013	-0.02
Si	35.332	-2.733	4.236	0.003	-0.005	-0.009
Si	38.085	0.024	4.158	0.001	0.007	-0.023
Si	-24.482	2.738	4.138	0.005	-0.009	0.008
Si	-27.216	5.437	4.136	0.009	0.005	-0.009
Si	-24.535	8.176	4.198	-0.008	0.017	-0.014
Si	-27.212	10.869	4.19	-0.007	0.007	-0.003
Si	-24.542	-2.746	4.218	0.01	0.009	0.003
Si	27.215	-0.06	4.121	-0.009	0.015	-0.01
Si	29.971	2.679	4.1	-0.014	0.009	-0.031
Si	27.277	5.405	4.125	-0.008	0.028	0.007
Si	29.918	8.083	4.137	-0.023	0	0
Si	27.299	-5.455	4.186	-0.009	0.003	-0.024
Si	29.928	-2.756	4.123	-0.017	-0.027	-0.005
Si	34.043	-1.332	16.44	0.021	0.006	0.005
Si	36.721	1.386	16.429	-0.002	0.001	0.005
Si	34.009	4.065	16.381	-0.007	-0.003	-0.001
Si	-28.526	6.834	16.404	0.005	0.021	-0.011
Si	34.028	-6.771	16.413	0.009	0.017	-0.006
Si	36.747	-4.038	16.433	0.024	-0.001	-0.007
Si	39.446	-1.388	16.408	0.003	-0.004	-0.01
Si	25.818	1.334	16.338	-0.016	-0.006	-0.008
Si	-25.835	4.107	16.439	0.001	0.013	-0.009
Si	25.819	6.765	16.362	0.005	-0.02	0.006
Si	-25.812	9.552	16.397	0.009	0.005	-0.005
Si	25.826	-4.116	16.395	-0.001	-0.009	0.014
Si	28.58	-1.385	16.349	0.007	0	-0.006
Si	31.276	1.345	16.399	-0.001	-0.016	-0.012
Si	28.556	4.063	16.382	0.003	-0.018	-0.003
Si	31.282	6.801	16.339	-0.02	0.006	-0.011
Si	28.564	-6.789	16.36	0	-0.003	-0.008
Si	31.304	-4.108	16.395	-0.006	-0.005	-0.002
Si	35.388	0.049	17.841	-0.006	0.008	-0.005
Si	38.047	2.779	17.792	0.011	0.006	0.027
Si	35.349	5.474	17.698	0.002	-0.001	0.005
Si	-27.128	8.178	17.767	0	0.003	-0.001
Si	35.406	-5.407	17.78	-0.015	-0.004	0.003
Si	38.103	-2.702	17.844	0.007	-0.007	0.008
Si	40.834	-0.058	17.736	-0.01	-0.003	-0.015
Si	27.153	2.695	17.702	0.017	0.001	-0.007
Si	-24.466	5.477	17.797	0.006	0.015	-0.019
Si	27.215	8.136	17.668	0.01	0.026	0.015
Si	-24.486	10.922	17.786	-0.005	-0.007	0.016
Si	27.249	-2.755	17.705	0.004	0.007	-0.009
Si	29.889	-0.013	17.738	0.003	-0.003	0.012
Si	32.669	2.682	17.747	-0.015	-0.009	-0.011
Si	29.98	5.405	17.701	0.006	0.007	0.001
Si	32.577	-8.105	17.696	0.01	-0.007	-0.034
Si	29.93	-5.462	17.763	0.007	-0.001	-0.004
Si	32.692	-2.757	17.73	-0.01	-0.009	0.011
Si	34.024	1.424	19.211	0.019	0.001	-0.01
Si	36.687	4.223	19.149	0.02	-0.028	-0.02
Si	33.921	6.832	18.968	-0.006	-0.022	-0.009
Si	36.838	-6.736	19.098	0.012	0.02	-0.011
Si	34.019	-4.092	19.164	0.011	0.001	-0.036
Si	36.741	-1.323	19.207	0.019	0.004	-0.011
Si	39.444	1.32	19.017	-0.038	0.004	-0.022
Si	25.763	4.044	19.037	-0.014	-0.037	-0.008
Si	-25.791	6.852	19.198	0.013	0.005	-0.018
Si	25.795	9.406	19.036	0.003	-0.028	-0.021
Si	39.492	-4.028	19.24	0.009	0	-0.029
Si	42.208	-1.401	19.131	-0.016	-0.007	-0.028
Si	28.482	1.343	19.087	-0.008	-0.012	-0.032
Si	31.315	4.024	19.09	-0.009	0.025	-0.02
Si	28.644	6.816	18.988	0.029	0.027	-0.032
Si	31.266	-6.809	19.17	-0.028	0.002	0.007
Si	28.581	-4.104	19.116	-0.018	0.017	0.003
Si	31.315	-1.384	19.019	0.002	0.002	-0.023
Si	32.64	-0.048	20.432	0.003	-0.018	0.053
Si	35.304	2.924	20.564	-0.028	0.028	0.036
Si	32.656	5.464	20.4	-0.005	-0.003	0.04
Si	35.31	8.218	20.2	-0.017	0.005	0.006
Si	32.606	-5.444	20.546	-0.003	0.009	0.052
Si	35.349	-2.678	20.542	-0.025	0.006	0.062
Si	38.137	0.054	20.519	0.022	-0.001	0.062
Si	40.799	2.668	20.343	0.004	-0.003	0.04
Si	38.061	5.583	20.562	-0.02	0.022	0.032
Si	-24.424	8.211	20.573	-0.013	-0.005	0.071
Si	38.15	-5.413	20.612	0.002	-0.01	0.05
Si	40.918	-2.709	20.641	-0.007	-0.027	0.057
Si	27.176	0	20.539	0.018	-0.006	0.035
Si	29.885	2.674	20.405	0.013	-0.033	0.047
Si	27.224	5.442	20.196	0.008	0.009	0.037
Si	29.952	8.097	20.528	-0.018	0.005	0.059
Si	27.177	10.767	20.338	-0.004	-0.018	0.06
Si	29.992	-2.718	20.425	0.011	0.005	0.045
Si	33.708	-1.598	21.852	0.179	0.1	-0.739
Si	36.929	1.723	21.693	-0.02	-0.174	-0.705
Si	34.246	4.64	21.926	-0.144	-0.354	-0.688
Si	36.43	6.907	21.714	0.312	0.05	-0.55
Si	34.277	-6.63	21.681	-0.436	-0.221	-0.592
Si	36.477	-4.277	21.828	0.353	0.301	-0.615
Si	39.788	-1.024	21.861	-0.177	-0.192	-0.703
Si	25.381	1.066	21.69	0.238	0.061	-0.758
Si	39.207	3.811	21.606	0.013	0.166	-0.672
Si	26.22	6.838	21.759	-0.256	-0.023	-0.642
Si	39.754	-6.523	21.968	-0.179	-0.232	-0.711
Si	42.094	-4.383	21.901	0.115	0.24	-0.677
Si	28.906	-1.117	21.734	-0.232	-0.043	-0.725
Si	31.079	1.128	21.683	0.048	0.065	-0.608
Si	28.68	4.288	21.57	-0.111	-0.235	-0.683
Si	31.037	6.401	21.8	0.215	0.38	-0.649
Si	28.266	9.203	21.693	0.125	0.065	-0.768
Si	31.503	-3.843	21.864	-0.171	-0.116	-0.719
Si	31.343	-1.219	-7.229	-0.026	0.025	0.052
Si	-25.488	-4.451	-4.143	-0.011	-0.032	-0.014
Si	29.648	-5.339	23.959	-0.018	0.044	-0.069
Si	-29.079	2.57	-6.753	0.053	-0.008	0.011
Si	-26.417	4.534	-2.664	-0.008	-0.023	0.039
Si	31.371	-7.456	-4.717	0.132	-0.153	-0.016
Si	-29.646	-7.759	-2.045	0.044	-0.068	0.103
Si	-26.949	-0.746	24.427	0.095	0.111	0.033
Si	27.197	1.762	-6.444	-0.015	-0.089	-0.032
Si	-29.664	1.258	-2.532	0.053	-0.132	-0.016
Si	20.742	-7.328	-6.871	0.072	0.007	0.012
Si	-24.363	-2.441	-2.048	0.058	-0.03	0.132
Si	30.038	8.015	-2.165	-0.138	0.037	0.085
Si	26.795	-6.39	-5.791	-0.034	0.015	0.004
Si	-29.968	-7.415	-5.023	-0.047	0.059	0.057
Si	28.508	3.429	-2.997	0.03	0.077	0.18
Si	-17.714	2.155	24.826	0.006	-0.074	-0.04
Si	22.379	7.511	-4.839	0.09	0.075	0.052
Si	-30.857	2.003	25.904	-0.05	0.03	-0.081
Si	-26.433	1.22	-6.4	-0.113	-0.032	-0.06
Si	-25.966	8.011	24.422	0.01	0.024	-0.077
Si	31.19	-0.847	-4.167	0.014	0.042	-0.004
Si	23.776	4.823	-4.605	-0.02	0.129	0.097
Si	-26.346	1.924	25.553	-0.009	-0.083	0.06
Si	28.296	6.223	-4.066	0.045	0.002	0.075
Si	27.611	-3.049	23.87	0.022	-0.16	-0.121
Si	26.888	4.765	23.884	-0.088	0.034	-0.132
Si	-23.359	0.491	-2.827	-0.015	-0.005	0.106
Si	-32.053	6.978	-6.152	-0.032	-0.02	0.043
Si	-29.563	4.098	-2.618	-0.014	-0.004	0.172
Si	24.106	2.631	-1.776	0.061	0.039	0.137
Si	25.497	2.177	24.636	-0.133	0.059	-0.019
Si	-28.831	-4.519	24.822	-0.05	-0.107	0.022
Si	-32.356	0.057	-1.974	0.002	-0.052	0.056
Si	-29.771	-0.031	23.883	-0.013	0.006	-0.161
Si	-27.345	-5.563	-2.013	0.032	-0.03	0.123
Si	25.565	6.328	-2.751	0.086	-0.093	0.18
Si	29.04	7.965	-6.495	0.032	-0.04	-0.037
Si	-24.717	5.598	23.649	0.035	0.047	-0.068
Si	-29.621	-7.524	23.969	-0.055	0.058	-0.156
Si	28.242	-3.909	-4.524	-0.056	-0.035	-0.006
Si	-28.501	7.096	25.969	-0.001	-0.016	-0.076
Si	29.818	-2.881	-2.181	-0.095	0.032	0.163
Si	29.935	1.786	-4.811	0.003	0.046	0.042
Si	24.786	-4.291	-6.979	-0.04	-0.025	0.055
Si	-27.799	7.386	-5.811	0.102	-0.061	-0.01
Si	31.632	2.424	24.376	0.083	-0.003	-0.077
Si	32.299	5.243	24.216	0.046	0.114	-0.172
Si	20.358	-2.266	-4.794	0.024	0.033	0.093
Si	26.085	1.53	-3.623	0.02	-0.005	-0.008
Si	-28.839	0.177	-5.099	0.001	-0.005	0.041
Si	-31.891	-5.58	-5.96	0.067	0.08	-0.111
Si	-29.897	5.186	-5.207	-0.058	-0.053	-0.166
Si	24.627	-7.428	-3.787	0.038	0.145	-0.038
Si	33.969	-1.346	5.524	-0.009	0.008	0
Si	36.719	1.366	5.518	0.007	-0.003	0.013
Si	33.998	4.059	5.505	0	-0.004	0.004
Si	-28.552	6.79	5.53	0.015	0.003	0.001
Si	34.001	9.513	5.548	-0.004	0.005	0.007
Si	-28.563	12.233	5.555	0.001	0.001	0.01
Si	-25.88	-1.355	5.544	-0.02	-0.002	0.009
Si	-23.154	1.376	5.527	-0.014	-0.008	0.009
Si	-25.849	4.09	5.498	-0.008	-0.006	0.008
Si	25.925	6.744	5.548	0.005	-0.005	-0.001
Si	-25.878	9.513	5.568	-0.003	-0.003	0.008
Si	25.885	-4.133	5.537	-0.015	-0.004	0.005
Si	28.586	-1.388	5.495	-0.005	-0.004	0
Si	31.305	1.331	5.484	-0.004	-0.006	-0.002
Si	28.623	4.044	5.483	0.01	-0.006	0.001
Si	31.287	6.756	5.512	0.012	-0.003	0.003
Si	28.62	-6.841	5.531	0.009	0	0.005
Si	31.275	-4.104	5.514	-0.007	-0.007	0.005
Si	35.356	0.001	6.875	-0.002	0.005	-0.008
Si	-27.204	2.73	6.871	0.001	0.002	0.001
Si	-29.923	5.424	6.871	0.001	0.006	-0.004
Si	-27.216	8.142	6.915	0	-0.004	0.004
Si	-29.926	10.875	6.907	0.002	-0.001	-0.004
Si	-27.218	-2.718	6.911	-0.001	0.004	-0.001
Si	-24.505	0.006	6.885	0.002	0.009	0.001
Si	27.237	2.691	6.837	-0.005	-0.001	-0.007
Si	24.518	5.415	6.886	-0.006	0.005	0.007
Si	27.249	8.135	6.897	-0.008	0.001	-0.001
Si	24.522	-5.443	6.924	0.001	-0.005	0.01
Si	27.23	-2.738	6.872	-0.008	-0.009	-0.004
Si	29.943	-0.023	6.854	0.004	0.003	-0.001
Si	32.646	2.696	6.865	-0.003	0.011	-0.007
Si	29.942	5.405	6.882	-0.005	0.009	-0.004
Si	32.646	8.127	6.878	-0.002	-0.005	-0.004
Si	29.953	-5.47	6.895	0.004	-0.012	0.002
Si	32.626	-2.727	6.875	-0.002	0.005	-0.006
Si	34.007	1.357	8.24	0.005	0	-0.004
Si	-28.56	4.079	8.24	0.006	0.004	-0.001
Si	34.005	6.779	8.243	-0.011	-0.003	0
Si	-28.571	9.512	8.264	-0.009	-0.01	-0.001
Si	33.995	-4.074	8.246	0.015	0.004	-0.001
Si	-28.577	-1.355	8.253	-0.005	-0.011	0.002
Si	-25.857	1.367	8.242	-0.009	-0.008	-0.005
Si	25.875	4.041	8.222	-0.007	-0.004	-0.005
Si	-25.838	6.786	8.248	0.005	0.009	-0.002
Si	25.872	9.491	8.251	-0.012	-0.005	0.005
Si	-25.854	-4.075	8.267	0.001	0.004	-0.001
Si	25.874	-1.381	8.24	0.007	0.009	0.002
Si	28.584	1.34	8.216	-0.007	-0.001	-0.002
Si	31.299	4.052	8.24	0.002	-0.003	0.004
Si	28.596	6.772	8.25	0.003	0.001	-0.005
Si	31.308	-6.824	8.251	0.01	0.015	-0.001
Si	28.58	-4.103	8.238	-0.007	-0.005	-0.007
Si	31.282	-1.372	8.241	-0.001	-0.007	0.001
Si	32.649	-0.01	9.595	0.006	-0.003	-0.003
Si	-29.915	2.717	9.602	-0.001	0	-0.002
Si	32.652	5.418	9.603	0	-0.005	0.001
Si	-29.926	8.148	9.612	0.003	0.003	0.001
Si	32.654	-5.449	9.607	0.001	-0.015	-0.005
Si	-29.923	-2.721	9.608	-0.007	0.015	-0.001
Si	-27.209	0.005	9.606	-0.006	0.004	0
Si	24.498	2.698	9.582	-0.001	-0.003	0.002
Si	-27.2	5.432	9.606	0.001	0.006	-0.001
Si	24.489	8.144	9.59	0.002	-0.007	0.008
Si	-27.207	-5.442	9.618	0.001	0.006	0.002
Si	24.497	-2.724	9.598	-0.009	0.002	0.004
Si	27.226	-0.012	9.59	-0.001	-0.008	0
Si	29.932	2.697	9.592	-0.001	0.004	-0.004
Si	27.216	5.414	9.589	-0.003	0.008	-0.002
Si	29.945	8.139	9.608	0	-0.007	-0.002
Si	27.221	-5.457	9.602	-0.007	-0.002	-0.002
Si	29.93	-2.735	9.601	-0.002	0.002	0
Si	34.007	-1.36	10.964	0.004	-0.006	0
Si	-28.559	1.364	10.971	-0.002	0	0
Si	-31.267	4.072	10.971	0.004	0.006	0.006
Si	-28.554	6.798	10.965	0.004	-0.001	0
Si	-31.269	9.52	10.974	0	0.01	0.005
Si	-28.559	-4.073	10.972	-0.012	-0.001	-0.001
Si	-25.842	-1.35	10.967	-0.002	0.002	-0.003
Si	25.849	1.336	10.947	0.003	-0.006	-0.002
Si	23.125	4.066	10.921	0.008	0	-0.003
Si	25.846	6.776	10.939	-0.014	0.003	-0.001
Si	23.116	-6.805	10.927	0.007	-0.002	0
Si	25.85	-4.097	10.951	-0.004	-0.004	-0.001
Si	28.574	-1.373	10.959	-0.007	0.007	0.001
Si	31.291	1.345	10.957	-0.005	-0.003	0.001
Si	28.572	4.058	10.951	-0.002	0	-0.001
Si	31.299	6.781	10.967	0.005	0.004	0.002
Si	28.579	9.502	10.958	-0.001	0.002	0.002
Si	31.293	-4.089	10.963	0.007	-0.005	0.001
Si	35.365	0	12.326	-0.006	-0.004	-0.006
Si	-27.194	2.718	12.334	-0.001	-0.002	0
Si	-29.902	5.434	12.327	-0.002	0.007	-0.006
Si	-27.204	8.166	12.328	-0.01	-0.002	-0.003
Si	-29.913	10.891	12.333	0.011	-0.007	0.002
Si	-27.193	-2.712	12.329	0.005	0.001	0.001
Si	-24.483	0.006	12.331	0.001	0.001	-0.002
Si	27.207	2.697	12.304	-0.009	0.003	0
Si	24.478	5.421	12.29	0.005	0.004	-0.002
Si	27.198	8.143	12.298	-0.003	-0.012	-0.005
Si	24.475	-5.454	12.298	-0.002	0.004	0.005
Si	27.204	-2.732	12.308	0.001	-0.002	-0.002
Si	29.938	-0.018	12.321	0.005	-0.006	0
Si	32.646	2.708	12.32	-0.003	-0.005	0
Si	29.924	5.423	12.313	0	-0.001	-0.001
Si	32.657	8.148	12.323	-0.004	-0.002	-0.001
Si	29.934	-5.453	12.317	-0.003	0.001	0.001
Si	32.658	-2.726	12.32	0.004	0.017	-0.004
Si	34	1.35	13.685	0.009	-0.001	0.006
Si	-28.544	4.082	13.695	0.003	0.001	-0.001
Si	-31.252	6.802	13.683	0.018	-0.007	0.005
Si	-28.552	9.538	13.692	-0.007	0.014	0.001
Si	34.023	-4.059	13.698	-0.008	-0.004	0.003
Si	36.738	-1.341	13.689	-0.011	0.008	0.004
Si	-25.837	1.365	13.704	-0.004	0.002	-0.003
Si	25.832	4.055	13.65	-0.003	-0.006	0.002
Si	-25.837	6.81	13.678	-0.003	0.01	-0.002
Si	25.836	-6.816	13.656	-0.006	-0.003	0.003
Si	-25.834	-4.082	13.68	0.013	-0.007	0.003
Si	-23.118	-1.364	13.676	-0.009	0.011	0.003
Si	28.568	1.341	13.666	0.004	-0.004	-0.001
Si	31.285	4.07	13.675	-0.008	0.01	0.006
Si	28.548	6.782	13.658	-0.012	0.015	-0.001
Si	31.298	9.51	13.674	0.006	-0.008	0.008
Si	28.568	-4.088	13.663	-0.007	0.004	0.003
Si	31.305	-1.373	13.681	0.012	-0.015	0
Si	32.654	-0.014	15.058	-0.015	-0.001	0.003
Si	35.367	2.709	15.032	-0.003	-0.003	-0.002
Si	32.661	5.434	15.018	0.001	0.004	-0.008
Si	-29.903	8.177	15.05	0	0.001	-0.007
Si	32.666	-5.443	15.029	0.001	-0.001	-0.001
Si	35.391	-2.686	15.061	0.01	0.009	0.001
Si	38.087	0.009	15.074	0.005	0	0.006
Si	-24.483	2.727	15.067	-0.006	-0.003	0.002
Si	-27.182	5.454	15.051	-0.002	-0.002	0.009
Si	-24.474	8.181	15.022	-0.001	-0.002	0.002
Si	-27.197	10.901	15.058	-0.006	-0.006	-0.005
Si	-24.47	-2.732	15.039	-0.017	-0.009	0
Si	27.198	-0.027	15.005	-0.003	-0.003	0.002
Si	29.923	2.705	15.03	-0.001	-0.003	0
Si	27.189	5.41	15.013	0.003	0.007	-0.002
Si	29.907	8.153	15.002	0.005	0	-0.007
Si	27.193	-5.442	15.009	0.009	0.004	-0.003
Si	29.95	-2.747	15.022	-0.005	0.009	-0.007
Si	-14.87	-1.649	-0.001	-0.165	0.113	0.702
Si	-12.027	0.886	0.063	-0.116	0.258	0.753
Si	-15.268	4.262	-0.116	0.112	-0.161	0.649
Si	-12.141	6.452	-0.024	-0.148	0.272	0.699
Si	-15.325	9.812	0.179	0.057	-0.134	0.716
Si	-12.699	-3.883	0.064	0.218	0.006	0.726
Si	-9.696	-1.222	0.087	0.121	-0.266	0.672
Si	-6.66	1.045	0.105	-0.11	0.271	0.741
Si	-9.85	4.25	-0.099	0.22	-0.236	0.692
Si	-7.159	7.007	0.088	0.13	-0.049	0.77
Si	-9.393	-7.161	0.085	-0.041	0.209	0.729
Si	-22.877	12.095	0.111	-0.221	0.099	0.7
Si	-20.717	-1.321	0.251	0.34	-0.094	0.66
Si	-18.09	1.616	0.165	0.07	-0.089	0.768
Si	-20.198	3.906	0.046	-0.185	0.137	0.751
Si	-17.434	6.546	0.041	-0.144	0.058	0.726
Si	-20.754	9.817	0.268	0.024	-0.052	0.72
Si	-17.674	-4.446	0.139	-0.067	0.302	0.646
Si	-13.682	-0.128	1.359	-0.001	-0.009	-0.074
Si	-10.949	2.635	1.24	0.007	-0.015	-0.045
Si	-13.709	5.348	1.303	-0.013	0.001	-0.061
Si	-11.017	8.055	1.334	0.003	-0.023	-0.053
Si	-13.77	10.936	1.488	0.003	0.01	-0.055
Si	-10.981	-2.788	1.287	-0.006	-0.008	-0.053
Si	-8.2	-0.06	1.446	-0.009	-0.002	-0.046
Si	-21.805	2.726	1.319	0.016	0.003	-0.065
Si	-8.311	5.395	1.32	-0.019	0.012	-0.061
Si	-21.872	8.213	1.518	-0.014	0.006	-0.05
Si	-8.213	-5.495	1.281	-0.002	0.002	-0.043
Si	-21.84	-2.776	1.625	0.01	-0.035	-0.048
Si	-19.15	-0.032	1.437	-0.003	0	-0.028
Si	-16.4	2.74	1.319	-0.01	0.021	-0.072
Si	-19.035	5.44	1.379	0.013	-0.014	-0.045
Si	-16.359	8.113	1.408	-0.022	0.014	-0.029
Si	-19.144	-5.483	1.591	-0.014	-0.005	-0.025
Si	-16.458	-2.781	1.322	-0.001	-0.002	-0.046
Si	-15.027	1.331	2.641	-0.004	0.001	0.009
Si	-12.326	3.977	2.638	0.012	0.004	0.017
Si	-14.967	6.77	2.724	0.013	-0.02	0.019
Si	-12.324	9.498	2.673	0.013	-0.007	0
Si	-15.122	-4.053	2.82	-0.017	0.011	0.035
Si	-12.297	-1.437	2.732	0.002	-0.006	0.031
Si	-9.569	1.372	2.691	-0.006	0.008	0.024
Si	-6.867	4.081	2.627	0	0.005	0.009
Si	-9.653	6.731	2.724	0.035	0.026	0.035
Si	-6.837	-6.807	2.681	-0.002	-0.014	0.042
Si	-9.592	-4.136	2.628	0.023	0.007	0.009
Si	-23.2	-1.38	2.893	-0.02	0.013	0.018
Si	-20.502	1.355	2.776	-0.006	0.006	0.022
Si	-17.704	4.081	2.767	-0.011	-0.018	0.022
Si	-20.436	6.792	2.73	0.016	0.005	-0.012
Si	-17.757	-6.908	2.818	0.018	0	0.01
Si	-20.418	-4.073	2.935	-0.012	0.007	0.017
Si	-17.731	-1.374	2.725	-0.004	-0.012	0.015
Si	-16.361	-0.009	4.057	0.006	-0.003	0.004
Si	-13.67	2.661	4.036	0.003	0.014	0.008
Si	-16.344	5.437	4.105	-0.011	0.006	0
Si	-13.637	8.143	4.078	-0.007	-0.013	0.002
Si	-16.419	-5.483	4.145	0.004	0.011	-0.014
Si	-13.676	-2.736	4.12	0.002	0	0
Si	-10.934	-0.016	4.035	-0.005	-0.005	-0.013
Si	-8.195	2.723	4.027	-0.013	0.008	0.003
Si	-10.99	5.356	4.045	-0.005	0	0.005
Si	-8.223	8.132	4.014	-0.002	-0.01	-0.029
Si	-10.934	10.842	4.02	-0.007	0.007	0.007
Si	-8.231	-2.78	4.025	-0.002	-0.007	0.005
Si	-21.815	0.007	4.184	0.018	0.002	-0.011
Si	-19.09	2.708	4.104	0.024	-0.006	-0.024
Si	-21.788	5.42	4.086	-0.008	0.002	0.009
Si	-19.112	8.097	4.172	0.004	-0.005	0.008
Si	-21.794	-5.44	4.244	-0.005	-0.018	-0.01
Si	-19.047	-2.682	4.187	0.006	0.001	-0.008
Si	-14.932	-1.403	16.338	0.004	-0.015	0.003
Si	-12.216	1.326	16.262	-0.001	-0.027	0.005
Si	-14.917	4.078	16.299	-0.008	0.001	-0.012
Si	-12.208	6.776	16.274	0.008	-0.027	0.007
Si	-14.93	9.519	16.301	-0.001	-0.005	0
Si	-12.212	12.222	16.28	-0.001	-0.022	0.003
Si	-9.479	-1.339	16.214	0.021	-0.015	-0.009
Si	-23.106	1.347	16.393	-0.012	-0.001	-0.011
Si	-9.49	4.092	16.22	-0.004	0.003	-0.014
Si	-23.133	6.801	16.366	0.007	-0.009	-0.003
Si	-9.518	9.502	16.204	-0.001	-0.01	0.004
Si	-23.101	-4.08	16.406	0.004	-0.006	-0.013
Si	-20.378	-1.355	16.38	-0.001	0.01	-0.011
Si	-17.654	1.358	16.336	-0.004	-0.002	-0.006
Si	-20.373	4.063	16.324	0.007	0.012	-0.005
Si	-17.647	6.805	16.324	0.009	-0.004	-0.016
Si	-20.356	-6.798	16.391	0.011	0.003	0.003
Si	-17.642	-4.084	16.379	-0.005	0.008	-0.006
Si	-13.568	-0.022	17.661	0.012	0.012	-0.001
Si	-10.813	2.695	17.547	0.014	0.028	0.006
Si	-13.559	5.431	17.662	0.016	0.008	0.019
Si	-10.789	8.093	17.608	0.021	0.007	-0.027
Si	-13.556	10.853	17.661	0	0.034	0.018
Si	-10.837	-2.685	17.565	0.021	0.009	-0.004
Si	-8.078	-0.033	17.585	0.012	0.005	0.011
Si	-21.749	2.752	17.705	-0.001	0.001	-0.005
Si	-8.144	5.442	17.613	0.001	-0.004	0.013
Si	-21.771	8.162	17.692	-0.009	0.002	0.012
Si	-8.183	-5.386	17.49	0.013	0.004	-0.004
Si	-21.715	-2.733	17.748	-0.009	-0.005	-0.009
Si	-19.015	0.024	17.715	0.003	-0.014	-0.003
Si	-16.269	2.723	17.661	-0.009	0.01	0.002
Si	-18.982	5.404	17.653	0.002	0.003	0.003
Si	-16.287	8.177	17.674	-0.006	-0.003	0
Si	-18.963	-5.455	17.766	0.002	-0.018	-0.016
Si	-16.259	-2.759	17.756	0.004	0.004	0.031
Si	-14.917	1.361	19.011	-0.008	-0.008	-0.014
Si	-12.145	4.025	18.93	0.002	-0.005	-0.043
Si	-14.936	6.818	19.014	-0.002	-0.021	-0.013
Si	-12.137	9.454	18.918	-0.021	0.011	0.001
Si	-14.889	12.146	19.126	-0.013	-0.005	-0.023
Si	-12.183	-1.392	18.98	-0.005	-0.019	-0.005
Si	-9.419	1.365	18.889	0.004	0.006	-0.035
Si	-23.087	4.094	19.109	0.015	0.001	-0.009
Si	-9.439	6.775	19.051	-0.027	0.008	0.01
Si	-23.128	9.516	19.079	0.013	-0.028	-0.042
Si	-9.434	-3.982	18.903	0.037	0.025	-0.013
Si	-6.678	-1.409	18.933	-0.006	-0.015	-0.02
Si	-20.38	1.422	19.049	0.015	-0.007	-0.019
Si	-17.589	4.094	19.04	-0.005	0.013	-0.028
Si	-20.393	6.742	18.945	-0.016	-0.002	-0.051
Si	-17.57	9.512	19.135	0.025	0.036	-0.007
Si	-20.347	-4.099	19.099	-0.002	0.016	0.005
Si	-17.63	-1.326	19.06	0.024	-0.011	-0.022
Si	-16.286	0.097	20.43	-0.034	-0.015	0.055
Si	-13.505	2.689	20.311	0.024	0.003	0.042
Si	-16.264	5.475	20.434	-0.012	-0.009	0.029
Si	-13.451	8.087	20.315	0.012	-0.007	0.052
Si	-16.153	10.725	20.638	0.03	0.007	0.045
Si	-13.499	-2.728	20.41	0.003	-0.017	0.049
Si	-10.772	0.002	20.213	0.011	-0.008	0.053
Si	-8.086	2.646	20.369	-0.006	0.007	0.069
Si	-10.759	5.289	20.349	-0.004	-0.027	0.055
Si	-8.098	8.292	20.299	-0.003	-0.014	0.046
Si	-10.812	-5.381	20.145	-0.001	0.009	0.017
Si	-8.004	-2.745	20.359	-0.009	-0.031	0.032
Si	43.556	0.04	20.393	-0.025	0.006	0.045
Si	-18.999	2.791	20.385	-0.002	0.02	0.066
Si	-21.684	5.454	20.432	-0.003	0.006	0.047
Si	-19.039	8.084	20.266	-0.014	-0.022	0.038
Si	-21.738	10.847	20.406	-0.027	0.007	0.051
Si	-18.96	-2.744	20.416	0.015	0.019	0.065
Si	-15.117	-1.523	21.623	0.275	0.164	-0.788
Si	-11.972	1.449	21.592	-0.166	-0.116	-0.745
Si	-14.628	4.272	21.615	-0.125	-0.045	-0.634
Si	-12.369	6.42	21.566	0.084	0.088	-0.799
Si	-14.361	9.552	21.9	-0.431	-0.123	-0.609
Si	-12.302	-4.374	21.609	-0.008	0.309	-0.734
Si	-9.197	-1.117	21.519	-0.086	-0.121	-0.728
Si	42.008	1.194	21.736	0.141	0.151	-0.708
Si	-9.731	3.628	21.7	0.118	0.206	-0.766
Si	-22.759	7.039	21.773	-0.2	-0.067	-0.665
Si	-9.298	9.89	21.53	-0.003	-0.133	-0.691
Si	-6.918	-4.414	21.687	0.064	0.22	-0.63
Si	-20.097	-1.086	21.631	-0.222	-0.249	-0.694
Si	-17.921	1.24	21.746	0.387	0.238	-0.675
Si	-20.099	4.341	21.763	-0.16	-0.147	-0.736
Si	-17.932	6.612	21.678	0.187	0.011	-0.628
Si	-20.558	9.23	21.597	0.017	0.065	-0.65
Si	-17.297	12.498	21.702	-0.176	-0.295	-0.727
Si	-14.81	-1.786	-4.544	0.04	0.044	0.019
Si	-10.854	-5.334	-1.9	0.072	0.017	0.107
Si	-24.792	2.582	-4.417	0.064	0.073	0.157
Si	-6.706	5.346	25.765	0.031	-0.053	-0.067
Si	-6.875	2.235	-2.593	0.091	-0.109	-0.084
Si	-14.443	5.644	-4.861	0.168	0.126	0.128
Si	-12.48	7.283	-2.971	-0.045	-0.105	0.08
Si	-11.015	-2.585	23.684	-0.029	0.003	-0.201
Si	-19.498	0.45	-7.169	0.065	0.038	0.072
Si	-12.134	1.28	-2.896	-0.089	-0.024	-0.043
Si	-21.631	-4.291	24.678	0.015	-0.059	-0.146
Si	-8.553	-3.148	-2.004	0.01	0.026	0.108
Si	-21.397	5.903	-2.11	0.053	0.033	0.227
Si	-18.166	-6.49	-4.431	0.09	0.113	0.063
Si	-10.477	-6.132	-4.785	0.061	0.033	0.048
Si	-15.927	0.748	-4.126	-0.018	0.088	-0.123
Si	-5.175	0.501	23.988	0.067	-0.011	-0.249
Si	-23.667	-6.957	-4.491	0.041	-0.09	-0.025
Si	-15.018	3.293	24.479	-0.067	-0.067	-0.128
Si	-9.723	7.325	-4.27	-0.017	0.059	-0.047
Si	-15.948	8.161	-4.938	-0.014	0.012	-0.033
Si	-21.129	-5.852	-5.344	-0.081	-0.13	0.05
Si	-19.718	-6.453	24.394	-0.029	-0.057	-0.056
Si	-9.119	3.742	24.719	-0.158	-0.012	-0.011
Si	-25.136	6.795	-4.281	-0.045	-0.048	0.103
Si	-17.5	-1.963	25.967	0.012	0.084	-0.044
Si	-21.651	2.734	24.03	-0.022	-0.04	-0.15
Si	1.512	0.597	24.61	-0.041	-0.102	-0.107
Si	-16.512	-0.361	-6.611	0.001	0.041	-0.017
Si	-14.536	3.125	-3.026	0.198	0.014	0.241
Si	-22.819	4.864	-4.767	-0.068	-0.031	0.017
Si	-23.946	3.774	25.786	-0.051	-0.051	0.019
Si	-9.32	-1.905	25.85	-0.088	0.105	0.096
Si	-11.865	-1.223	-4.798	-0.021	-0.03	0.041
Si	-13.301	-0.455	23.793	0.037	0.084	-0.12
Si	-15.637	-4.503	-4.217	-0.266	-0.027	-0.005
Si	-19.24	8.124	-1.973	-0.018	-0.084	0.023
Si	-17.389	-4.648	24.662	-0.021	0.099	-0.156
Si	-10.852	-8.132	23.696	0.019	0.066	-0.107
Si	-15.893	-6.717	25.832	-0.064	-0.047	-0.034
Si	-13.185	1.537	25.845	-0.114	-0.028	0
Si	-8.023	7.61	24.529	0.09	-0.035	-0.16
Si	-19.161	-2.791	-1.903	-0.114	-0.008	-0.03
Si	-20.313	-3.055	-4.861	-0.013	0.074	0.073
Si	-19.977	-1.757	24.561	0.017	0.031	-0.059
Si	-10.277	4.79	-5.566	0.016	0.03	0.014
Si	-18.581	4.943	25.939	-0.031	-0.013	0.181
Si	-17.865	7.58	24.516	-0.056	0.193	-0.065
Si	-20.055	0.798	26.023	0.038	0.036	-0.04
Si	-21.649	-0.154	-5.181	0.002	0.045	-0.12
Si	-17.032	-0.467	-1.875	0.073	-0.041	0.084
Si	-14.475	-6.893	-2.756	-0.035	-0.001	0.061
Si	-12.733	4.935	-7.221	0.082	-0.074	-0.006
Si	-13.565	-7.87	24.754	-0.002	0.059	-0.18
Si	-15.009	-1.35	5.454	0.002	0.011	0.005
Si	-12.294	1.329	5.404	0.004	-0.004	0.007
Si	-14.994	4.045	5.425	0.007	-0.001	0.007
Si	-12.292	6.76	5.417	0.02	0.002	0.013
Si	-15.003	9.493	5.451	-0.002	-0.008	0.005
Si	-12.287	-4.12	5.41	0.004	-0.019	0.005
Si	-9.563	-1.381	5.376	0.005	-0.001	0.007
Si	-6.836	1.352	5.371	0.007	-0.007	0.016
Si	-9.569	4.058	5.392	-0.001	-0.007	0.016
Si	-23.137	6.783	5.483	0.009	-0.011	-0.005
Si	-9.564	9.499	5.383	-0.002	-0.007	0.001
Si	-23.156	-4.076	5.572	-0.003	0.001	0.005
Si	-20.43	-1.339	5.525	0.002	0.013	0.007
Si	-17.72	1.341	5.443	-0.003	-0.001	0
Si	-20.436	4.072	5.474	0.001	-0.001	-0.007
Si	-17.713	6.761	5.492	0.005	-0.003	0.001
Si	-20.436	-6.836	5.54	0.008	0.012	0.008
Si	-17.729	-4.096	5.516	0.001	-0.011	0.004
Si	-13.639	-0.004	6.799	-0.005	0.002	0.007
Si	-10.921	2.693	6.75	0.002	0.004	-0.002
Si	-13.646	5.413	6.786	-0.006	0	-0.003
Si	-10.914	8.135	6.748	0.001	-0.009	-0.001
Si	-13.633	10.855	6.793	0.005	-0.003	-0.001
Si	-10.921	-2.737	6.747	-0.001	0.003	-0.011
Si	-8.192	-0.016	6.726	-0.003	0.006	0.001
Si	-21.779	2.727	6.867	0.001	-0.004	-0.003
Si	-24.487	5.436	6.865	-0.005	-0.001	-0.007
Si	-21.794	8.127	6.881	0.003	0.007	-0.004
Si	-24.509	-5.447	6.915	-0.007	0.006	0.002
Si	-21.78	-2.707	6.89	-0.002	0.002	-0.003
Si	-19.057	0.011	6.858	-0.002	-0.007	-0.001
Si	-16.357	2.701	6.799	0.003	0.003	-0.002
Si	-19.073	5.412	6.849	0.009	0.004	0.001
Si	-16.356	8.143	6.825	-0.013	0.003	0.001
Si	-19.081	-5.453	6.873	-0.005	-0.002	0.005
Si	-16.346	-2.725	6.829	0.003	0	-0.011
Si	-14.993	1.352	8.161	0.004	0	-0.004
Si	-12.268	4.058	8.122	0.011	0.007	-0.006
Si	-14.994	6.773	8.161	-0.003	-0.007	-0.006
Si	-12.265	9.491	8.127	0.002	-0.006	-0.004
Si	-14.978	-4.093	8.163	0.002	0.002	-0.004
Si	-12.269	-1.379	8.126	0.003	-0.003	0
Si	-9.549	1.338	8.095	-0.011	-0.009	0.001
Si	-23.135	4.079	8.233	0.008	0.006	-0.009
Si	-9.539	6.791	8.097	0.005	0.009	0
Si	-23.139	9.501	8.246	-0.006	-0.002	-0.003
Si	-9.551	-4.087	8.103	-0.004	-0.009	-0.002
Si	-23.138	-1.348	8.243	0.007	0.002	-0.003
Si	-20.417	1.364	8.22	0.01	0.006	0.003
Si	-17.704	4.053	8.189	-0.009	-0.008	-0.002
Si	-20.417	6.778	8.223	-0.008	-0.008	-0.004
Si	-17.701	-6.813	8.199	0.01	0.009	-0.004
Si	-20.428	-4.086	8.232	-0.005	-0.01	-0.004
Si	-17.703	-1.369	8.197	-0.002	0.002	-0.005
Si	-16.337	-0.006	9.538	0.007	0.004	0.003
Si	-13.623	2.712	9.501	-0.006	0.004	-0.006
Si	-16.344	5.422	9.536	-0.007	0.007	0.002
Si	-13.626	8.143	9.496	0.001	-0.005	-0.001
Si	-16.338	-5.443	9.535	-0.005	-0.008	0
Si	-13.617	-2.729	9.506	0.008	-0.003	0.001
Si	-10.9	-0.015	9.469	0	0.003	-0.001
Si	-24.489	2.72	9.598	0.001	-0.003	-0.002
Si	-10.902	5.432	9.454	0.003	-0.002	-0.005
Si	-24.49	8.148	9.611	-0.005	-0.008	0
Si	-10.904	-5.45	9.466	-0.003	0.003	0.001
Si	-24.485	-2.712	9.61	0.001	0.001	0.002
Si	-21.77	0.005	9.591	-0.002	0	0.002
Si	-19.054	2.713	9.575	0.001	-0.003	0.003
Si	-21.772	5.431	9.593	0.001	0.002	0.003
Si	-19.054	8.15	9.566	0.001	0.012	-0.001
Si	-21.778	-5.448	9.592	0.001	0.007	0.002
Si	-19.055	-2.725	9.568	-0.005	-0.002	0.001
Si	-14.97	-1.371	10.878	-0.002	-0.005	0.002
Si	-12.258	1.341	10.837	0.002	-0.001	-0.004
Si	-14.971	4.064	10.88	0.01	-0.005	0
Si	-12.256	6.782	10.831	0	0.001	-0.005
Si	-14.974	9.506	10.87	0.002	0.011	-0.004
Si	-12.252	-4.096	10.843	-0.001	-0.006	0.003
Si	-9.526	-1.37	10.813	-0.001	-0.004	0.003
Si	-23.129	1.36	10.956	0.006	0.003	-0.001
Si	-25.841	4.076	10.967	-0.003	0.001	0
Si	-23.123	6.792	10.96	0.007	0.007	-0.001
Si	-25.841	-6.803	10.969	0.009	-0.006	0
Si	-23.124	-4.081	10.959	-0.001	-0.008	0.002
Si	-20.409	-1.368	10.935	0.005	0.003	-0.003
Si	-17.687	1.346	10.914	-0.008	-0.011	0
Si	-20.409	4.072	10.942	0.003	0.003	0.003
Si	-17.689	6.788	10.91	-0.004	-0.012	0.004
Si	-20.403	9.516	10.934	-0.008	-0.003	-0.005
Si	-17.688	-4.087	10.912	0.002	0	-0.003
Si	-13.602	-0.011	12.222	0.004	0.006	0.001
Si	-10.888	2.718	12.16	0.005	-0.006	-0.011
Si	-13.602	5.432	12.215	0.002	0.006	0
Si	-10.896	8.159	12.16	-0.003	-0.01	-0.009
Si	-13.614	10.874	12.211	-0.003	-0.005	0
Si	-10.881	-2.732	12.179	-0.004	-0.005	0
Si	-8.157	0.008	12.143	0.008	0.006	0.001
Si	-21.767	2.716	12.308	-0.001	-0.005	0.004
Si	-24.481	5.438	12.324	0.003	0.001	0.004
Si	-21.757	8.161	12.301	0.003	0.004	0
Si	-24.475	-5.442	12.322	-0.005	0.004	0.005
Si	-21.758	-2.722	12.312	0.003	0.001	0.001
Si	-19.038	-0.014	12.282	-0.003	-0.002	-0.001
Si	-16.318	2.706	12.257	-0.006	0.003	0.006
Si	-19.041	5.437	12.285	-0.007	0.008	0.004
Si	-16.321	8.156	12.252	0.005	0.01	0.001
Si	-19.042	-5.439	12.285	0.001	-0.002	-0.002
Si	-16.322	-2.723	12.255	0.001	0.004	0.004
Si	-14.956	1.336	13.603	0.012	-0.01	0.01
Si	-12.234	4.06	13.548	0.005	-0.001	-0.004
Si	-14.943	6.795	13.589	0.003	-0.018	0.001
Si	-12.248	9.506	13.541	0	0.008	-0.002
Si	-14.955	-4.088	13.594	-0.002	-0.007	0.004
Si	-12.232	-1.381	13.556	0.01	-0.011	0.005
Si	-9.524	1.363	13.501	-0.013	0.013	-0.004
Si	-23.124	4.071	13.68	0.008	0.004	0.006
Si	-9.537	6.792	13.491	-0.011	0.015	0.002
Si	-23.097	-6.793	13.673	0.009	-0.013	-0.002
Si	-9.517	12.229	13.524	0.016	-0.004	0.009
Si	-6.783	-1.342	13.489	-0.014	0.002	0.011
Si	-20.395	1.344	13.64	0.006	-0.01	-0.004
Si	-17.666	4.075	13.621	-0.003	-0.001	0.005
Si	-20.397	6.8	13.65	0.003	0.003	-0.002
Si	-17.672	9.518	13.626	-0.009	0.003	0.003
Si	-20.387	-4.078	13.666	-0.003	-0.001	0.005
Si	-17.672	-1.372	13.637	-0.003	-0.004	0.001
Si	-16.299	-0.025	14.99	-0.006	0.003	0.005
Si	-13.579	2.706	14.929	0.009	0.01	0.01
Si	-16.292	5.441	14.961	-0.001	0.013	0.002
Si	-13.576	8.154	14.938	0.002	0.014	0.002
Si	-16.308	-5.436	14.974	0.003	0.009	0.005
Si	-13.581	-2.733	14.94	0.008	0.007	0.005
Si	-10.862	0	14.873	0.005	0.012	0.005
Si	-8.159	2.724	14.842	-0.006	0.003	0.002
Si	-10.871	5.435	14.879	0.001	0.004	-0.004
Si	-8.174	8.158	14.821	-0.001	-0.005	-0.001
Si	-10.889	10.867	14.881	0.001	-0.002	-0.002
Si	-8.143	-2.703	14.84	0.006	-0.004	-0.006
Si	-21.747	-0.002	15.021	0.006	-0.003	0.006
Si	-19.02	2.703	14.971	-0.005	-0.003	-0.003
Si	-21.756	5.443	15.012	-0.005	0.008	-0.001
Si	-19.028	8.163	14.994	-0.002	-0.003	0.006
Si	-21.734	-5.436	15.041	0	0.001	0.007
Si	-19.016	-2.723	15.023	0	0	0.002
O	4.25	-4.008	23.16	0.15	0.509	0.098
O	8.14	0.124	22.074	-0.099	-0.073	0.36
O	3.966	-5.207	-5.99	0.32	0.203	-0.332
O	6.819	4.977	22.721	-0.208	0.414	0.267
O	3.993	5.353	23.031	0.108	-0.275	-0.098
O	7.232	3.662	-1.421	-0.339	0.073	-0.171
O	-6.46	3.684	-2.035	-0.403	-0.097	0.245
O	-4.179	1.446	24.813	0.109	-0.084	0.009
O	-1.468	-7.277	-3.01	0.106	0.506	0.136
O	9.226	6.046	22.764	0.046	0.239	0.109
O	3.071	-6.34	-3.757	0.14	-0.228	0.143
O	2.996	0.941	25.167	-0.02	-0.427	0.341
O	-2.65	5.468	21.631	-0.036	-0.336	0.34
O	-0.115	4.462	24.576	-0.245	0.328	0.329
O	-4.714	-7.292	-5.697	0.01	-0.321	-0.012
O	-4.329	4.866	-1.36	0.548	0.225	-0.538
O	0.681	-2.819	22.83	0.387	-0.18	-0.064
O	-5.063	-5.763	-3.615	-0.214	0.124	0.291
O	4.403	-4.605	-1.482	-0.482	0.132	-0.271
O	6.609	-7.129	23.078	0.453	0.008	0.304
O	-0.431	-2.238	25.129	-0.628	0.198	0.316
O	6.816	-3.958	-2.166	-0.073	-0.01	0.263
O	5.566	0.053	-0.505	-0.021	-0.012	-0.244
O	8.088	2.261	-3.513	0.14	-0.481	-0.004
O	-4.25	4.15	23.023	-0.237	-0.749	0.301
O	6.342	-6.439	-1.497	0.016	-0.269	-0.307
O	-1.351	1.003	-1.447	0.388	-0.312	-0.149
O	5.43	2.849	21.834	0.212	-0.035	0.074
O	3.945	-4.145	25.757	-0.235	-0.322	0.42
O	9.147	1.844	-1.235	-0.136	-0.281	-0.102
O	8.165	-5.441	22.052	0.021	-0.058	0.205
O	-0.077	5.55	-0.591	-0.117	-0.135	-0.11
O	5.451	5.414	-0.5	0.047	0.055	-0.233
O	8.653	3.492	23.515	-0.265	-0.289	-0.403
O	7.417	-1.535	-1.425	0.065	0.318	-0.264
O	-1.585	-7.423	-5.669	-0.201	0.37	0.178
O	-5.201	-7.827	22.09	-0.085	0.291	0.546
O	6.548	1.33	-5.444	0.196	-0.121	-0.711
O	3.638	1.318	22.783	-0.569	-0.303	0.069
O	-0.198	-5.266	-0.414	-0.095	0.014	-0.377
O	-2.409	0.393	22.017	-0.018	0.104	0.283
O	3.359	6.682	-1.455	0.079	0.398	-0.418
O	2.554	-5.548	21.987	0.188	-0.007	0.506
O	7.248	-3.464	-6.036	-0.046	-0.416	0.478
O	1.805	8.17	25.523	0.307	-0.3	-0.079
O	-10.871	7.236	-3.129	0.357	-0.268	0.26
O	-5.489	-0.004	-0.325	0.006	0.033	-0.356
O	1.875	-3.681	-5.822	-0.082	0.101	-0.168
O	-3.005	-2.194	-5.695	0.226	0.395	-0.66
O	4.845	-1.704	25.283	-0.099	-0.014	-0.2
O	-4.854	-0.447	-4.868	-0.415	0.002	-0.16
O	7.223	-0.627	25.828	0.2	-0.349	0.065
O	-6.441	6.695	-5.867	-0.183	0.377	-0.116
O	4.444	3.154	24.553	0.275	0.012	0.167
O	8.757	-1.298	-6.095	0.473	-0.146	0.185
O	0.926	-0.988	-1.508	-0.273	0.269	0.032
O	-0.79	2.15	-5.949	-0.165	-0.209	0.276
O	-2.849	2.844	-0.496	-0.111	-0.06	-0.252
O	-6.765	-4.863	25.418	-0.276	0.539	0.323
O	-0.581	-3.363	-5.17	0.121	0.186	-0.595
O	4.097	4.554	-5.697	-0.389	0.445	0.077
O	-1.784	2.383	24.749	-0.032	-0.125	-0.223
O	2.729	-2.716	-0.646	-0.292	-0.225	-0.413
O	-5.502	-5.513	-0.43	-0.176	-0.059	-0.662
O	3.837	1.665	-1.562	-0.46	0.285	-0.227
O	9.815	-3.819	23.22	0.713	-0.081	0.021
O	8.194	-8.135	-0.638	0.043	-0.108	-0.44
O	1.511	6.297	-6.11	0.305	0.252	0.117
O	-2.533	4	-5.486	-0.022	0.492	0.151
O	6.166	3.707	-4.437	0.223	0.418	0.128
O	1.5	-0.376	23.293	0.316	0.397	0.19
O	15.222	4.139	24.727	0.191	0.103	-0.264
O	-21.159	-5.848	24.835	-0.438	-0.278	0.369
O	-2.116	7.082	-1.433	-0.282	-0.233	-0.317
O	1.461	-6.63	-1.769	-0.148	-0.185	-0.086
O	-5.267	-2.772	25.216	0.637	0.059	0.278
O	-1.736	-5.857	25.406	0.067	0.132	-0.165
O	-11.535	-6.557	-5.923	-0.658	0.119	0.226
O	-2.881	6.129	24.351	0.342	-0.047	-0.05
O	19.291	-3.025	-3.818	0.131	0.009	0.607
O	-14.335	-7.603	23.326	-0.517	-0.46	-0.008
O	-5.485	-2.259	-6.641	-0.48	-0.118	0.223
O	5.036	5.462	25.548	0.231	-0.369	0.01
O	-1.45	7.513	22.586	0.569	0.242	-0.059
O	-29.289	0.053	-3.548	-0.109	-0.473	0.171
O	-31.044	-7.34	23.18	-0.602	-0.331	0.554
O	24.529	7.511	-2.985	-0.28	0.044	0.504
O	10.065	6.46	-1.397	0.062	0.295	-0.23
O	-30.372	4.053	-1.216	-0.026	0.108	0.083
O	-14.886	-7.355	-5.859	0.213	0.27	0.406
O	11.342	-7.9	-3.678	-0.268	0.071	-0.09
O	-3.088	-5.739	22.048	0.06	-0.005	0.184
O	18.136	3.65	-1.252	-0.156	0.007	-0.261
O	-8.393	-2.945	-6.174	0.544	-0.062	0.066
O	20.137	-7.108	24.783	0.653	0.173	-0.355
O	22.535	-6.195	-0.554	-0.037	0.29	0.08
O	8.195	-2.405	-3.776	0.139	0.082	-0.312
O	-3.371	-6.951	-1.155	0.262	0.05	-0.165
O	-31.859	-1.278	-1.215	0.159	-0.289	-0.14
O	-30.163	-3.796	25.452	-0.283	0.044	-0.338
O	9.251	-3.418	-1.492	0.542	0.268	-0.219
O	-16.133	2.322	25.155	0.116	-0.404	0.352
O	-1.521	-4.014	23.301	-0.14	0.244	0.396
O	14.177	0.246	25.736	0.106	-0.063	-0.45
O	20.032	1.041	-6.637	0.551	-0.16	-0.216
O	13.569	-5.769	25.23	0.088	-0.07	0.577
O	-0.326	2.543	21.845	-0.151	0.067	0.249
O	-16.091	-5.605	24.666	0.358	0.172	-0.238
O	-31.143	1.103	-1.925	-0.095	0.39	0.109
O	8.122	5.52	25.015	-0.119	-0.115	0.111
O	-7.392	1.417	-1.298	-0.159	0.097	-0.089
O	17.461	5.04	-5.07	0.257	-0.455	0.475
O	-2.884	-4.521	-4.5	0.09	-0.518	-0.453
O	-17.989	6.069	24.979	0.287	-0.336	-0.494
O	21.72	2.634	22.205	0.268	0.08	0.12
O	0.408	-4.595	25.057	0.711	-0.405	0.021
O	4.517	7.805	22.777	-0.38	0.257	-0.255
O	20.803	-3.914	23.127	-0.327	-0.434	0.303
O	24.364	-0.154	22.092	-0.187	-0.214	0.485
O	23.303	0.216	-3.341	0.014	0.132	0.419
O	23.148	4.642	22.993	0.256	0.373	0.246
O	16.541	-2.301	-6.735	0.177	0.079	0.292
O	24.12	4.019	-0.943	0.697	0.347	0.024
O	-15.584	-0.938	-1.294	0.054	0.276	-0.323
O	-5.629	1.481	-3.272	0.126	-0.083	0.237
O	13.972	-7.663	-3.598	0.126	0.189	-0.526
O	25.969	5.831	23.039	-0.713	0.123	0.152
O	17.196	7.585	-5.736	0.043	0.554	0.309
O	12.525	-1.782	-1.509	0.361	-0.116	0.053
O	13.693	5.506	22.156	-0.034	0.059	0.389
O	17.19	3.779	23.072	0.009	0.079	0.4
O	28.453	-1.953	23.047	0.427	0.075	0.102
O	11.938	4.556	-1.365	0.085	0.252	-0.448
O	16.224	-2.754	22.222	-0.124	-0.044	0.179
O	-29.657	1.382	-5.814	-0.798	-0.108	0.002
O	19.105	-2.659	-0.342	-0.111	-0.128	-0.508
O	24.54	-5.381	22.188	-0.064	0.175	0.434
O	13.62	0.183	22.174	0.112	0.093	0.495
O	7.143	7.59	-5.569	0.049	-0.584	0.665
O	12.786	-0.688	-3.892	-0.051	0.33	0.409
O	21.816	0.023	-0.422	-0.113	-0.037	-0.358
O	18.547	-5.392	25.618	0.054	-0.032	-0.396
O	21.147	-6.686	-2.657	-0.052	0.322	-0.755
O	11.831	3.872	22.895	-0.396	-0.197	0.033
O	-28.524	-1.011	24.177	-0.18	-0.624	0.034
O	15.487	0.972	-1.209	0.12	0.452	-0.209
O	-14.056	5.245	-6.372	-0.615	0.163	-0.36
O	11.995	7.132	-5.852	0.509	0.255	0.199
O	29.354	6.824	-3.009	0.126	-0.355	0.109
O	-10.267	6.42	-5.507	-0.107	0.237	-0.499
O	16.457	5.47	-0.475	-0.212	-0.152	-0.253
O	21.957	5.502	-0.36	0.159	-0.275	-0.496
O	25.888	-7.252	-4.77	0.143	-0.436	-0.038
O	24.003	-1.237	-1.267	0.22	-0.241	-0.202
O	16.503	-0.873	25.834	0.033	-0.09	-0.288
O	12.312	-6.47	23.098	0.125	0.47	0.153
O	23.29	6.239	-5.216	0.042	0.11	-0.257
O	20.242	0.736	23.243	-0.116	-0.125	-0.008
O	30.854	-7.372	-3.194	0.155	0.359	0.197
O	16.496	-5.479	-0.138	-0.086	0.041	-0.199
O	9.547	7.003	-5.074	-0.547	-0.412	0.052
O	12.073	-1.482	23.317	0.05	-0.26	0.136
O	20.341	7.198	23.16	0.385	0.299	0.041
O	20.391	7.455	-1.193	-0.362	-0.163	-0.166
O	27.057	-2.82	-4.278	0.153	0.323	0.492
O	16.922	-6.97	23.048	-0.251	0.417	0.122
O	-8.153	-5.408	22.133	-0.071	-0.056	0.317
O	-3.832	8.12	-3.357	0.069	-0.575	-0.087
O	13.14	2.431	24.736	0.533	-0.08	-0.316
O	15.694	7.046	23.069	0.103	-0.304	0.149
O	10.902	0.037	-0.525	-0.149	-0.031	-0.454
O	-22.378	-4.008	23.272	0.215	0.358	0.095
O	15.327	1.982	23.053	0.113	-0.295	0.121
O	25.134	-2.994	-6.065	-0.063	0.45	-0.294
O	-15.279	3.498	22.9	-0.34	-0.318	0.071
O	20.883	-1.619	24.31	-0.117	-0.292	0.263
O	-27.572	2.087	-7.202	0.279	-0.006	-0.584
O	-7.282	7.151	23.149	-0.306	-0.377	0.053
O	16.43	0.035	-3.409	-0.342	-0.536	-0.407
O	-30.481	-5.889	-5.216	0.244	0.468	0.425
O	21.684	0.543	25.481	0.146	-0.222	0.129
O	10.321	-4.605	-5.378	-0.497	0.158	0.272
O	31.539	-1.388	-5.636	0.333	-0.569	0.042
O	16.488	-7.435	-2.992	-0.199	0.203	0.148
O	25.848	0.091	-2.906	0.333	-0.162	0.309
O	30.383	1.497	24.837	-0.292	-0.077	-0.418
O	-18.459	3.54	25.168	-0.397	0.12	-0.269
O	13.697	2.769	-0.507	0.041	-0.079	-0.37
O	-20.449	0.723	-5.869	0.137	0.409	0.339
O	-18.456	1.021	25.727	0.375	-0.386	0.119
O	19.457	2.767	25.555	0.073	-0.101	-0.71
O	22.506	2.441	-2.008	-0.16	-0.437	0.234
O	19.757	1.552	-1.281	-0.352	-0.439	-0.298
O	14.899	-4.116	-1.458	-0.309	-0.451	-0.486
O	27.402	2.249	-3.027	0.246	-0.265	0.01
O	-24.613	5.126	25.186	-0.154	0.302	0.368
O	10.888	-5.254	-0.558	-0.218	0.01	-0.271
O	17.66	-0.969	23.349	0.054	0.245	0.152
O	21.524	7.19	-3.503	0.205	-0.693	0.129
O	24.402	8.139	-0.195	-0.088	-0.055	-0.296
O	20.969	-5.895	-6.167	-0.369	0.045	0.346
O	-18.594	-7.21	-3.058	-0.09	0.306	0.213
O	18.232	-5.478	-3.416	-0.004	-0.011	-0.079
O	18.032	7.475	24.426	-0.201	-0.243	0.062
O	-30.81	8.019	-6.093	0.009	0.21	-0.604
O	9.604	4.128	-2.488	-0.193	0.151	-0.414
O	24.566	-1.987	-3.697	-0.255	-0.192	-0.114
O	-24.559	8.046	25.217	0.269	0.103	-0.065
O	31.913	1.903	22.863	0.24	0.384	-0.217
O	-29.142	-1.191	-5.915	-0.383	-0.488	0.238
O	-21.727	-0.148	-0.237	0.143	0.076	-0.488
O	9.852	-1.575	24.6	-0.273	0.251	-0.066
O	18.923	5.374	22.085	-0.133	-0.224	0.479
O	-21.637	-6.224	-6.858	0.517	0.115	-0.289
O	12.678	-3.654	-5.865	0.375	-0.219	0.055
O	-17.428	7.516	22.95	0.547	0.404	-0.058
O	19.073	-8.027	-3.351	-0.335	-0.418	-0.269
O	2.055	4.332	-1.501	-0.074	-0.633	-0.194
O	-24.826	2.453	25.523	0.358	-0.49	-0.115
O	-18.044	7.317	-1.25	0.067	0.118	-0.359
O	16.898	2.193	25.154	-0.188	-0.532	0.116
O	20.203	3.551	-2.847	0.02	0.459	-0.467
O	-28.588	8.012	22.929	0.809	0.151	0.21
O	-29.861	5.737	22.248	0.195	-0.123	0.458
O	32.223	-6.111	-4.986	-0.46	0.212	0.245
O	15.454	5.864	-6.518	-0.075	0.407	-0.265
O	-28.728	6.291	-5.1	-0.148	-0.125	0.554
O	1.836	5.946	-3.551	0.032	0.308	-0.062
O	10.759	8.073	22.085	-0.292	-0.13	0.676
O	27.822	3.872	22.896	0.051	-0.631	0.335
O	-21.637	8.154	22.252	0.108	0.083	0.451
O	-11.989	-7.491	24.657	0.261	0.381	0.518
O	22.818	-2.214	22.721	0.145	-0.13	0.277
O	8.135	-3.406	25.318	-0.446	0.493	0.32
O	-6.082	1.41	22.981	0.177	0.433	0.266
O	14.193	-3.329	25.686	0.073	0.399	-0.118
O	13.139	8.031	24.854	-0.25	-0.399	-0.179
O	10.089	1.499	23.039	0.194	-0.16	-0.098
O	-20.56	-0.695	25.635	-0.491	-0.219	0.258
O	-23.257	1.396	-1.475	-0.425	0.629	-0.305
O	25.228	-4.12	-1.296	0.017	0.594	-0.156
O	12.583	-6.851	-1.601	0.439	-0.243	-0.017
O	28.236	4.614	-4.054	0.147	-0.066	-0.634
O	-17.132	-5.209	-4.24	-0.014	0.307	-0.083
O	-21.817	4.906	-6.024	0.133	0.111	0.171
O	-21.097	-1.665	-4.999	-0.416	-0.278	0.066
O	22.617	-3.559	24.924	0.043	-0.322	-0.107
O	21.147	4.641	24.805	-0.343	0.325	-0.518
O	-12.331	-1.715	23.97	-0.437	-0.185	-0.001
O	30.256	-6.303	25.107	0.315	0.071	0.157
O	1.26	-1.905	-3.96	0.288	0.251	-0.413
O	0.024	4.493	-4.915	0.12	-0.038	0.224
O	21.284	1.609	-4.164	-0.792	0.141	-0.151
O	-16.52	-5.506	-0.334	-0.067	-0.012	-0.466
O	4.199	0.314	-6.11	-0.421	-0.195	0.023
O	-1.235	2.696	-3.484	0.217	0.422	0.279
O	-17.45	0.878	-1.116	0.207	0.29	-0.308
O	14.045	-2.877	-3.501	-0.129	-0.477	-0.716
O	12.725	4.898	25.211	-0.432	0.583	0.169
O	19.462	-1.5	-5.9	-0.382	-0.088	-0.466
O	0.74	-0.085	25.864	-0.236	0.433	0.496
O	-28.461	-3.869	23.377	0.037	0.289	0.272
O	-24.35	0.081	22.26	0.147	0.096	0.388
O	26.615	3.14	-7.083	0.255	0.453	-0.342
O	-25.122	4.275	22.841	-0.019	-0.174	0.212
O	-27.086	-0.126	-0.19	0.19	0.11	-0.295
O	-25.707	4.007	-1.3	0.623	-0.48	-0.134
O	12.226	-1.078	-6.42	-0.668	0.166	-0.02
O	21.848	2.705	-7.151	0.332	0.505	0.218
O	30.129	-7.437	-5.741	0.005	0.631	-0.065
O	-23.343	6.248	23.087	0.172	-0.259	0.578
O	-25.911	6.678	23.49	-0.69	-0.258	-0.364
O	29.05	-3.953	-3.126	-0.024	-0.212	-0.145
O	29.799	5.373	22.045	-0.071	-0.032	0.198
O	-26.594	0.846	24.365	-0.005	0.247	-0.475
O	-22.616	-3.95	25.894	-0.908	0.071	-0.113
O	30.039	2.551	-0.324	0.073	0.067	-0.405
O	30.845	-4.562	23.179	0.334	0.024	0.428
O	-25.852	6.011	-3.053	-0.264	0.355	0.324
O	-28.001	-4.395	-1.121	-0.044	0.145	-0.182
O	2.231	-2.19	25.52	0.002	-0.2	-0.285
O	29.985	0.021	22.231	-0.034	-0.065	0.208
O	10.622	-3.842	25.775	0.058	-0.74	0.161
O	-24.386	-5.615	-3.993	0.01	0.184	0.608
O	1.678	1.363	-6.273	0.139	0.169	0.342
O	-32.582	5.821	25.676	0.418	-0.261	0.305
O	27.713	-5.387	-4.901	-0.012	-0.195	0.254
O	27.86	5.627	24.835	0.354	-0.114	-0.082
O	-26.084	-6.223	-1.241	0.283	0.066	-0.294
O	31.659	0.697	-1.209	-0.463	0.158	-0.252
O	-27.209	2.789	22.2	-0.24	0.239	0.373
O	-26.108	-1.533	23.294	-0.165	-0.624	0.277
O	-24.085	5.83	-5.035	-0.206	0.031	-0.386
O	-24.375	-5.418	22.341	-0.168	0.128	0.461
O	31.078	7.33	-1.157	0.274	0.176	-0.38
O	-27.288	5.6	-0.126	-0.15	0.079	0.053
O	-13.201	6.365	-4.095	0.405	-0.226	-0.036
O	-25.586	-2.092	-1.055	-0.241	-0.159	-0.223
O	11.572	0.506	25.084	-0.287	0.394	-0.256
O	28.851	-6.327	22.975	-0.193	0.089	0.125
O	-5.048	-3.08	-4.256	-0.459	-0.116	0.139
O	-29.228	1.159	22.943	-0.021	0.182	0.124
O	-1.721	-3.174	-0.875	0.282	0.274	-0.1
O	30.776	-3.682	-1.165	0.037	-0.011	-0.266
O	-8.413	-2.983	-3.593	0.663	0.062	-0.287
O	-30.278	0.641	25.253	0.137	0.003	0.266
O	24.883	1.557	-0.844	-0.123	0.019	0.023
O	-29.082	7.245	-1.263	-0.01	-0.279	-0.426
O	-30.858	-7.151	-1.179	-0.009	-0.241	-0.495
O	-29.946	-5.425	21.959	-0.059	0.073	0.056
O	-22.014	0.502	-3.742	0.515	0.311	0.158
O	8.379	3.193	-5.953	0.206	0.301	0.313
O	-20.431	-2.231	-1.082	-0.264	-0.292	-0.297
O	-25.563	0.059	-7.137	-0.016	-0.173	0.006
O	1.165	6.565	23.552	0.351	0.053	-0.292
O	-22.016	5.341	-3.469	-0.025	-0.021	-0.079
O	-19.307	-7.992	24.704	-0.355	-0.33	0.105
O	-30.223	-8.013	-3.532	-0.276	-0.137	0.074
O	-14.595	3.624	-1.474	0.447	-0.119	-0.068
O	-3.173	-7.634	24.282	-0.348	-0.018	-0.212
O	6.476	-1.4	23.303	0.08	-0.296	0.166
O	9.325	1.067	-7.117	0.539	-0.059	0.231
O	-10.24	-6.652	-1.21	-0.399	-0.082	-0.205
O	-17.824	-4.188	23.189	-0.317	0.035	0.427
O	25.956	6.236	-1.184	0.175	-0.252	-0.145
O	-17.744	1.846	23.242	0.224	0.254	0.022
O	-7.171	-3.718	-1.39	0.164	-0.063	-0.383
O	-11.603	1.429	25.96	0.035	0.04	0.207
O	-10.898	2.558	22.127	-0.215	-0.097	0.239
O	-20.696	3.668	23.121	-0.074	0.209	0.291
O	26.859	6.733	-3.598	0.048	0.321	-0.233
O	25.659	1.807	23.087	0.326	0.104	0.153
O	19.622	3.67	-6.027	0.012	0.269	0.705
O	21.356	-3.396	-5.378	0.112	0.204	0.401
O	-17.422	-7.626	-5.328	-0.384	-0.292	-0.606
O	-4.961	4.628	-6.349	0.066	0.069	0.032
O	-28.664	1.459	-1.296	-0.007	-0.009	-0.179
O	-9.284	2.186	25.161	0.53	-0.203	-0.198
O	26.894	-2.188	25.011	0.037	0.424	-0.252
O	-29.89	-2.761	-0.352	0.001	-0.241	-0.7
O	28.98	-7.405	-1.324	-0.054	0.113	-0.213
O	-20.359	-3.297	24.865	0.336	-0.056	0.507
O	-10.656	-2.311	-4.735	-0.022	0.109	0.215
O	-24.489	-8.124	-0.395	0.087	-0.06	-0.248
O	-31.753	4.522	23.398	0.169	0.056	0.346
O	30.019	0.258	-4.298	-0.409	-0.224	0.166
O	14.903	7.338	-1.481	-0.401	0.117	-0.101
O	-3.665	-1.473	-1.34	0.02	0.281	-0.435
O	30.714	-2.002	-3.174	0.083	-0.217	0.063
O	28.816	-1.905	-1.344	-0.191	-0.09	-0.263
O	-15.495	-2.969	-3.639	-0.116	0.083	0.505
O	-15.059	4.729	25.184	-0.344	0.264	-0.394
O	32.221	7.491	-4.971	-0.305	-0.424	0.287
O	14.719	-0.679	-5.903	0.485	0.332	0.129
O	23.644	4.746	25.469	0.135	-0.333	-0.114
O	-10.066	4.193	-4.091	-0.401	0.077	0.265
O	-26.074	-7.039	23.427	-0.164	0.18	0.203
O	15.705	-7.872	25.295	0.131	0.523	0.304
O	-30.956	-0.874	23.182	-0.225	0.06	0.529
O	-18.354	-1.567	24.637	0.307	0.202	-0.436
O	-22.05	-6.759	-4.33	0.346	-0.158	0.309
O	8.469	-6.026	25.33	-0.283	-0.206	-0.204
O	-10.815	-0.128	-0.364	-0.131	-0.121	-0.389
O	-29.768	7.775	25.211	-0.487	-0.207	0.266
O	-28.022	4.563	-2.506	-0.09	0.384	0.111
O	-19.147	2.733	-0.416	0.068	-0.009	-0.459
O	-9.748	-4.185	-1.724	0.038	0.071	0.011
O	-27.162	7.868	25.489	0.145	0.26	0.47
O	-21.365	-4.283	-4.999	-0.774	-0.018	0.121
O	-20.744	4.666	-1.288	-0.008	0.001	-0.319
O	-9.629	7.476	24.456	-0.166	-0.379	0.309
O	26.562	1.247	25.389	0.319	-0.196	-0.284
O	27.233	8.047	22.24	0.059	0.07	0.309
O	-22.586	6.543	-1.213	-0.155	-0.325	-0.098
O	0.897	-7.194	23.21	-0.33	0.341	0.259
O	18.876	6.049	-7.031	0.787	0.183	-0.211
O	14.449	-4.378	23.19	-0.206	-0.026	0.279
O	21.315	7.775	-6.002	0.093	-0.532	-0.303
O	-26.598	-1.213	25.922	-0.115	-0.599	0.021
O	32.612	-2.725	22.355	0.168	0.053	0.493
O	-24.304	8.084	-3.733	0.157	0.005	0.566
O	18.33	-6.926	-1.191	0.172	0.013	-0.081
O	20.154	6.912	25.874	0.229	-0.18	0.105
O	-9.754	-0.411	25.388	-0.059	0.085	-0.398
O	-23.651	-1.057	-2.463	0.274	-0.042	-0.141
O	-2.104	-2.332	-3.279	0.474	0.521	-0.048
O	25.975	3.732	24.73	-0.255	0.229	0.288
O	-12.56	0.67	22.892	0.069	0.064	0.277
O	-23.375	-3.455	-1.246	0.029	-0.04	-0.274
O	-25.758	-4.111	-5.706	-0.319	0.226	-0.033
O	-26.268	7.254	-5.339	0.286	-0.02	-0.533
O	25.828	-5.515	-6.756	0.166	0.118	-0.268
O	12.412	-5.531	-3.968	0.243	0.328	-0.218
O	-15.673	-7.769	-3.392	-0.53	-0.352	0.247
O	1.622	4.159	22.682	0.282	-0.065	-0.043
O	-0.379	7.012	-4.363	-0.228	-0.154	0.241
O	15.573	6.582	-3.911	-0.034	-0.538	0.233
O	-13.256	-2.077	-4.94	0.075	-0.457	-0.176
O	11.044	-6.76	25.417	-0.164	0.289	0.221
O	-15.754	6.575	-5.035	-0.589	-0.367	0.028
O	24.839	2.497	-3.214	0.011	0.208	-0.627
O	3.737	2.515	-4.075	-0.371	0.096	-0.267
O	32.61	-5.458	-0.376	-0.153	-0.102	-0.386
O	-10.659	1.915	-2.937	0.346	-0.445	-0.223
O	23.288	-4.771	-6.66	0.251	-0.129	0.113
O	-11.46	-3.927	22.927	0.418	-0.46	0.346
O	-8.075	-0.048	22.066	-0.026	-0.002	0.417
O	-11.602	-0.25	-6.061	0.418	0.356	-0.064
O	-9.077	4.031	23.13	0.443	0.456	0.075
O	-13.509	5.37	22.125	0.006	-0.033	0.284
O	-10.982	5.377	-0.425	0.134	-0.026	-0.453
O	-27.548	-4.273	25.79	0.119	0.231	-0.098
O	31.227	2.124	-5.727	0.624	0.054	0.237
O	-6.034	-4.045	23.018	-0.031	0.402	0.16
O	0.661	-6.877	-4.35	0.115	0.2	-0.436
O	-4.259	-5.21	24.68	0.271	-0.153	0.024
O	-20.629	-1.49	23.111	-0.774	0.109	0.269
O	-18.984	5.463	22.215	0.121	-0.212	0.044
O	-7.656	4.157	25.245	0.205	-0.396	0.018
O	-14.638	-5.387	-3.306	0.328	0.241	0.055
O	-16.182	-2.68	22.01	-0.219	0.199	0.299
O	-15.745	2.092	-3.29	-0.55	0.17	0.099
O	-12.196	-4.781	-1.204	-0.151	-0.409	-0.295
O	-10.199	-6.993	22.763	0.078	0.431	0.008
O	-18.966	0.025	21.969	0.031	-0.066	0.19
O	-18.049	-1.665	-1.671	0.18	-0.026	0.236
O	-12.831	6.84	-1.453	-0.607	0.03	-0.321
O	-6.114	-0.241	25.05	-0.176	0.106	0.334
O	-3.86	-3.97	-2.133	-0.539	-0.129	0.531
O	-13.359	-5.499	22.143	-0.057	-0.002	0.283
O	-12.697	1.219	-1.377	-0.624	0.217	-0.139
O	18.007	-2.849	25.162	0.498	-0.194	-0.205
O	16.677	-3.374	-3.392	-0.008	0.294	-0.294
O	27.26	-5.562	-0.446	0.062	-0.014	-0.417
O	-14.306	-6.991	25.891	0.371	0.198	0.548
O	-16.171	0.966	-5.714	0.134	0.582	-0.34
O	-8.3	6.652	-3.874	-0.143	-0.345	0.191
O	-16.366	5.424	-0.527	-0.05	0.11	-0.45
O	-19.206	-3.24	-6.024	0.367	0.255	0.189
O	17.657	-0.571	-1.106	0.52	0.456	-0.26
O	-8.947	-1.767	-1.261	0.26	0.367	-0.38
O	20.593	-4.539	-1.251	-0.36	0.028	-0.413
O	22.819	-7.301	25.877	-0.709	-0.088	0.246
O	-15.891	-1.612	-5.763	-0.171	-0.5	0.217
O	27.73	-7.394	-6.681	0.058	0.136	-0.24
O	-9.11	4.306	-6.565	0.04	-0.17	0.156
O	-29.152	3.932	-5.892	0.251	0.107	-0.105
O	31.714	6.471	23.305	-0.141	0.308	0.353
O	15.437	-1.65	-1.725	-0.433	0.013	0.255
O	-11.628	7.055	22.857	0.159	-0.002	0.128
O	24.655	-6.417	-2.53	0.077	-0.289	0.452
O	-3.729	3.972	25.534	-0.419	0.179	0.484
O	-3.013	0.81	-3.539	-0.099	-0.204	0.443
O	11.493	-3.058	-3.599	-0.719	-0.025	0.095
O	22.847	-4.546	-2.52	-0.326	0.363	-0.128
O	-14.651	-0.906	23.053	-0.433	0.066	0.351
O	13.213	1.343	-5.376	-0.738	0.254	0.425
O	-5.799	5.693	-3.564	0.263	-0.172	-0.41
O	4.178	4.853	-3.082	0.52	0.221	0.238
O	-30.362	5.008	-3.668	-0.419	0.375	0.104
O	-22.578	1.849	23.048	0.163	0.119	-0.056
O	-7.789	-2.169	25.47	0.038	-0.388	-0.304
O	-28.474	5.514	25.63	-0.233	0.08	-0.562
O	-18.122	-0.346	-6.791	-0.109	-0.192	0.189
O	19.052	-0.305	25.393	0.003	0.245	0.579
O	5.54	0.767	24.52	0.217	0.249	-0.023
O	5.849	7.904	25.131	0.475	0.177	0.209
O	5.469	-5.467	-3.793	0.22	-0.17	-0.269
O	-25.305	2.255	-5.901	0.145	0.286	-0.531
O	-22.557	3.644	24.992	0.316	0.228	0
O	-32.516	5.455	-0.425	-0.184	0.053	-0.543
O	32.532	-0.225	-3.508	0.303	0.216	-0.432
O	-27.25	0.508	-5.183	0.493	-0.19	0.461
O	-0.733	7.766	24.948	-0.179	0.194	0.751
O	15.769	2.115	-4.914	0.246	0.551	0.184
O	4.88	0.271	-3.591	0.059	-0.53	0.255
O	18.933	-5.469	22.193	-0.104	0.138	0.397
O	-5.467	5.679	24.786	-0.212	0.291	-0.204
O	22.99	-7.164	23.237	-0.49	-0.163	-0.075
O	-8.253	8.107	-0.454	0.318	-0.238	-0.573
O	-9.66	-4.804	-5.161	0.521	-0.107	-0.528
O	24.506	3.996	-5.756	0.171	-0.107	0.285
O	-13.566	2.656	24.74	0.376	0.228	-0.254
O	-21.781	-5.367	-0.341	0.009	-0.007	-0.436
O	-32.019	-4.009	-6.32	-0.225	0.364	0.572
O	31.254	4.004	24.407	-0.685	-0.134	0.267
O	-24.924	-3.143	-3.383	-0.11	0.168	-0.394
O	-15.039	-4.318	-5.718	0.24	-0.18	-0.053
O	22.468	4.034	-4.09	-0.261	0.111	-0.03
O	-7.635	-7.185	24.836	-0.079	0.289	-0.259
O	-31.283	5.559	-5.973	-0.21	-0.388	-0.302
O	4.827	-7.558	-5.31	-0.175	-0.334	0.219
O	-27.326	3.178	25.358	-0.007	0.326	-0.474
O	11.337	5.795	-3.597	0.323	-0.356	-0.331
O	28.495	4.118	-1.528	-0.238	0.348	-0.226
O	-29.569	2.644	-3.316	0.265	0.104	-0.829
O	-7.572	6.704	25.783	-0.372	0.26	0.615
O	10.671	3.187	25.094	-0.015	0.039	0.307
O	-11.204	-5.708	-3.412	-0.458	0.092	-0.148
O	28.598	-4.2	24.466	0.093	0.081	0.465
O	-14.57	-7.009	-1.159	0.279	-0.21	-0.047
O	9.177	7.773	25.884	0.248	-0.265	-0.104
O	18.006	2.101	-3.324	0.096	0.258	-0.171
O	1.154	-4.491	-3.413	0.131	0.037	0.266
O	-18.623	-5.556	25.167	0.033	0.096	0.483
O	27.11	-0.034	-0.359	0.215	-0.164	-0.475
O	17.858	-4.233	-5.677	0.073	-0.385	0.098
O	23.276	-7.452	-4.687	-0.292	0.536	-0.565
O	26.462	-3.713	22.945	0.066	0.318	0.12
O	19.165	-7.581	-7.073	-0.221	0.471	-0.049
O	-18.527	-4.111	-1.221	0.122	-0.202	-0.141
O	-11.673	4.286	-6.186	-0.382	-0.397	0.058
O	-20.292	7.016	-2.513	0.218	0.147	-0.381
O	-0.358	0.144	-3.596	-0.123	0.029	-0.567
O	4.281	-6.436	24.314	-0.227	-0.322	0.246
O	-13.699	6.924	25.266	0.396	-0.213	-0.398
O	29.673	7.354	25.685	0.048	-0.275	-0.061
O	6.223	-4.854	24.643	0.318	-0.02	-0.411
O	-6.567	6.235	-1.207	0.282	0.242	-0.243
O	-9.959	-1.761	22.791	0.091	0.013	0.247
O	-10.273	-2.952	25.065	0.048	-0.647	0.225
O	14.008	3.782	-5.997	-0.634	0.109	0.292
O	28.63	6.708	-5.559	0.085	-0.395	-0.239
O	25.054	-4.446	-3.957	-0.067	-0.286	-0.386
O	-13.061	-7.545	-3.174	0.413	0.277	-0.144
O	-19.707	-6.334	22.774	0.376	0.198	-0.371
O	-10.329	4.688	25.279	-0.2	0.194	-0.495
O	-13.754	-2.754	-0.508	-0.019	-0.005	-0.395
O	-20.806	1.793	25.011	0.146	0.047	-0.154
O	-19.542	-6.1	-5.179	0.276	0.207	-0.283
O	-28.392	-7.487	-5.381	0.305	0.589	0.086
O	17.802	0.59	-5.482	-0.23	0.112	0.117
O	-29.076	-6.114	24.575	-0.007	-0.141	0.277
O	-11.966	-0.208	-3.529	-0.161	-0.01	0.357
O	26.197	1.317	-5.225	-0.391	-0.296	-0.106
O	-14.687	-0.285	-3.914	0.544	0.122	0.486
O	-17.135	-0.089	-3.446	-0.654	0.02	-0.017
O	22.862	0.517	-5.913	0.609	-0.103	-0.077
O	-6.357	-8.015	-3.802	-0.202	0.221	0.429
O	21.285	-1.066	-4.217	-0.091	-0.094	0.315
O	-24.573	1.184	-3.639	-0.493	-0.313	0.07
O	-19.559	-3.1	-3.425	0.053	-0.034	-0.074
O	24.005	1.847	25.202	-0.078	-0.087	-0.154
O	-9.35	3.737	-1.565	0.611	0.129	-0.22
O	-17	-3.464	25.674	0.474	-0.151	0.326
O	-9.506	-7.427	-4.615	0.346	0.093	-0.176
O	29.889	2.743	-3.504	0.585	-0.229	0.131
O	-23.046	-0.234	-6.018	-0.121	0.15	0.243
O	-13.179	2.367	-3.525	0.233	-0.076	-0.222
O	16.149	-4.825	25.161	0.019	-0.168	-0.184
O	6.597	-6.9	-7.242	0.661	0.09	0.279
O	-16.706	-8.043	25.387	0.116	-0.249	0.229
O	2.243	0.454	-3.279	-0.088	0.184	-0.226
O	-20.028	-7.232	-0.969	0.155	0.137	-0.258
O	0.754	1.982	24.315	0.311	0.008	-0.27
O	-29.936	3.293	25.573	-0.205	0.233	-0.226
O	22.632	6.842	24.359	-0.417	0.143	-0.246
O	-23.934	-7.16	-6.081	-0.458	-0.085	-0.215
O	-28.444	-6.708	-2.224	-0.199	0.198	-0.173
O	-25.972	3.477	-3.787	-0.582	0.055	-0.314
O	-4.373	2.142	-5.418	-0.228	-0.076	-0.245
O	24.841	5.048	-3.399	0.02	-0.379	0.03
O	-26.852	-4.947	-3.419	-0.323	-0.254	-0.371
O	-23.385	3.37	-4.506	0.173	-0.242	-0.232
O	6.238	-1.242	-5.2	-0.387	-0.443	0.275
O	-14.827	4.369	-3.985	-0.215	0.01	-0.007
O	-4.411	-0.681	23.158	-0.069	-0.286	0.187
O	-8.163	2.447	-3.549	-0.064	-0.18	-0.386
O	2.487	4.838	25.058	-0.001	-0.213	0.606
O	9.152	-6.829	-5.737	-0.277	0.208	0.485
O	8.649	1.51	25.279	-0.27	-0.122	-0.059
O	29.087	-3.357	-5.782	0.267	0.233	0.095
O	-13.703	0.125	25.245	0.025	-0.407	0.374
O	-32.354	2.205	25.333	0.104	0.292	0.301
O	28.631	1.974	-5.743	0.01	0.358	-0.024
O	24.936	8.059	24.776	0.53	-0.218	-0.367

Results
total energy: -406623.902 eV
total energy less fixed offsets of O -438.25, Si -107.07 eV per atom: -11.102 eV
